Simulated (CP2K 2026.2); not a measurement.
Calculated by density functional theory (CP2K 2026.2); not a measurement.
Periodic cell of 1145 atoms, Si864O281, from a study of silicon, its oxide and their interface. The atomic structure is a simulated model.
Doubt: the forces sum to 2.49 eV/angstrom along one axis rather than to zero, so they err by at least 0.0022 eV/angstrom per atom on average; the grid cutoff is modest.

Settings: functional PBE; method Gaussian and plane waves; basis set DZVP-MOLOPT-SR-GTH; pseudopotentials GTH-PBE; grid cutoff 350 Ry, relative cutoff 50 Ry; k points Gamma only; occupations fixed; spin none; net charge 0.

Cell vectors (angstrom)
a, 32.64, 0, 0
b, 0, 16.32, 0
c, 3.2592, 2.8669, 38.8442

Atoms and the computed forces on them: element, x, y, z (angstrom), force x, y, z (eV/angstrom)
Si, 30.8387, 15.5124, 1.2664, -0.0523, -0.0003, -0.0048
Si, 2.7659, 2.867, 2.7817, 0.019, 0.0284, 0.0244
Si, 31.2892, 4.3099, 1.263, -0.0453, 0.0116, -0.1232
Si, 1.9283, 7.6332, 1.2737, 0.1716, 0.1184, 0.4075
Si, 30.7769, 9.7355, 1.1444, -0.2881, -0.3215, 0.5392
Si, 5.7896, 12.8574, 38.4406, 0.1709, -0.0516, 0.1126
Si, 4.0037, 14.7967, 0.5814, -0.2815, 0.4456, -0.3775
Si, 8.499, 2.7719, 0.5624, 0.0286, 0.292, 0.6059
Si, 4.5081, 4.0643, 1.6824, 0.1905, -0.1888, 0.427
Si, 6.5568, 7.709, 1.6594, -0.1763, 0.2353, 0.6225
Si, 4.8409, 9.5182, 1.6128, 0.2387, -0.0965, 0.3854
Si, 10.2756, 0.1654, 0.705, 0.3307, -0.0052, 0.5741
Si, 8.7818, 13.5928, 0.8078, -0.2629, -0.0556, 0.6263
Si, 16.7806, 7.7693, 37.4242, -0.0568, -0.0035, 0.0148
Si, 14.3665, 9.155, 38.7954, -0.5821, -0.4158, -0.3999
Si, 12.415, 8.9721, 0.158, -0.0599, 0.02, 0.1036
Si, 10.2268, 10.8919, 0.6432, -0.0657, -0.2625, 0.4963
Si, 15.1422, 12.9946, 0.1585, -0.0197, -0.0509, 0.1094
Si, 15.7578, 0.4829, 0.3261, -0.2132, -0.4021, 0.3799
Si, 21.736, 4.2507, 38.8076, 0.0038, -0.0432, -0.1098
Si, 14.3373, 3.1265, 1.0007, -0.4932, -0.1752, 0.3159
Si, 18.4254, 6.5009, 0.875, 0.1919, 0.3995, 0.6275
Si, 16.4039, 10.4546, 0.8199, -0.2695, -0.2581, 0.4015
Si, 18.0278, 12.8764, 0.9403, 0.175, 0.2968, 0.4917
Si, 21.1068, 14.4675, 1.4055, 0.0205, -0.0728, 0.0447
Si, 23.6918, 0.8237, 1.6834, 0.0138, 0.0478, -0.0244
Si, 20.4468, 4.1831, 1.4734, 0.0712, -0.0064, 0.682
Si, 23.5976, 6.343, 1.4109, -0.3271, 0.3982, 0.0322
Si, 20.6879, 9.0773, 0.9215, 0.322, -0.1423, 0.3532
Si, 22.7687, 12.6605, 1.3535, -0.0138, 0.0159, 0.0061
Si, 25.4057, 15.4828, 1.7724, 0.1146, -0.0919, -0.0183
Si, 28.9631, 0.9783, 1.4525, 0.0988, -0.0617, -0.0134
Si, 25.7476, 4.0853, 1.4206, 0.1256, -0.1372, 0.5747
Si, 28.1377, 7.1593, 1.5074, -0.1825, 0.3041, 0.4666
Si, 26.3867, 8.9662, 1.4051, 0.0664, 0.0125, -0.0493
Si, 28.7209, 12.0631, 1.3474, -0.1349, 0.0954, 0.6608
Si, 32.6462, 16.492, 2.5314, -0.0145, -0.0015, 0.002
Si, 1.4731, 1.5975, 1.2374, -0.0531, 0.0081, -0.0106
Si, 32.5619, 5.6537, 2.6948, -0.177, -0.3678, 0.3475
Si, 3.1471, 8.4848, 2.9982, 0.069, 0.1141, 0.0189
Si, 32.8579, 11.139, 2.9231, -0.1785, -0.1633, 0.7033
Si, 2.4094, 13.3817, 2.7511, 0.2954, 0.2418, 0.6865
Si, 5.5399, 16.3359, 2.9111, -0.0712, 0.0803, 0.6451
Si, 8.7201, 3.3651, 2.8304, 0.0216, -0.0083, -0.0075
Si, 5.595, 5.7974, 2.8484, 0.0834, 0.0265, 0.055
Si, 8.3314, 8.5161, 3.0559, 0.0417, 0.0062, -0.1376
Si, 5.8543, 11.2811, 2.894, 0.0336, 0.041, -0.0045
Si, 7.6784, 13.0729, 2.8452, -0.0051, -0.006, 0.0109
Si, 11.2923, 0.5217, 2.777, 0.0144, -0.0091, -0.0284
Si, 13.0099, 2.2421, 2.7403, 0.0148, 0.006, 0.0228
Si, 10.4184, 5.1003, 2.9089, -0.2015, -0.1679, 0.3613
Si, 13.857, 8.6269, 2.9456, 0.1921, 0.0072, 0.4899
Si, 10.0709, 10.2322, 2.8729, -0.0831, 0.0079, 0.0773
Si, 14.0848, 13.994, 2.6867, 0.0533, 0.2236, 0.4443
Si, 15.6878, 15.814, 2.571, 0.0085, 0.0229, 0.0065
Si, 19.0945, 2.7322, 2.6799, 0.343, 0.3077, 0.3335
Si, 16.1402, 5.2779, 2.5416, 0.1884, 0.1355, 0.7169
Si, 19.2455, 7.9976, 2.5092, -0.0302, -0.059, -0.016
Si, 15.71, 10.1453, 2.9718, 0.0254, -0.0036, 0.0775
Si, 19.2461, 13.6924, 2.6728, 0.039, 0.0654, -0.0137
Si, 21.9083, 16.1784, 2.7998, 0.0025, -0.0476, 0.0145
Si, 24.5828, 2.6425, 2.8313, -0.0049, 0.0436, 0.0096
Si, 21.9703, 5.3504, 2.7626, -0.0428, 0.0497, 0.0335
Si, 24.6626, 8.0054, 2.7138, 0.0066, -0.001, 0.0159
Si, 21.7304, 10.7869, 2.3837, 0.0162, -0.0402, 0.0302
Si, 24.4205, 13.6089, 2.7672, -0.1159, -0.0377, 0.0726
Si, 27.3004, 16.3424, 2.8956, 0.0093, -0.0033, -0.0428
Si, 30.0168, 2.771, 2.6105, -0.0482, 0.0566, -0.0336
Si, 27.1749, 5.4213, 2.7562, 0.0144, 0.0355, -0.0471
Si, 29.8327, 8.2725, 2.74, -0.0149, 0.0621, -0.1009
Si, 27.2251, 10.8058, 2.6779, -0.0039, 0.0294, -0.0385
Si, 29.9398, 13.6942, 2.6022, 0.0002, -0.0149, -0.028
Si, 31.3656, 1.4687, 4.0293, -0.0144, -0.0208, 0.0526
Si, 1.345, 4.2492, 4.0375, -0.033, 0.0191, 0.0245
Si, 31.2304, 6.9279, 4.1067, 0.0293, 0.0227, -0.0245
Si, 1.476, 9.6206, 4.1966, -0.0816, 0.0091, -0.0523
Si, 31.2624, 12.3783, 4.105, 0.0196, -0.0352, -0.0354
Si, 1.2863, 15.0569, 3.9816, 0.013, -0.0392, -0.026
Si, 4.0318, 1.3824, 4.1302, 0.0558, 0.0167, -0.0429
Si, 6.9063, 4.2588, 4.0914, -0.0397, -0.0799, -0.0855
Si, 4.1443, 6.8708, 4.3094, 0.0585, 0.0195, -0.0157
Si, 6.7853, 9.6605, 4.3744, -0.0579, 0.0069, -0.012
Si, 4.1073, 12.3448, 4.0838, -0.0061, 0.0214, -0.003
Si, 6.8651, 14.902, 4.1599, 0.0129, -0.0133, -0.0217
Si, 9.5944, 1.5272, 4.0822, -0.0519, -0.0241, -0.0099
Si, 12.1453, 4.007, 4.0806, 0.0125, -0.019, -0.021
Si, 9.4651, 6.8204, 4.2183, 0.0257, -0.039, 0.0168
Si, 12.0439, 9.5437, 4.1143, -0.0187, 0.0455, -0.0268
Si, 9.3394, 12.0765, 4.17, -0.0008, 0.0051, -0.0607
Si, 12.2519, 14.9641, 3.9123, -0.0166, 0.0025, -0.0792
Si, 14.7863, 1.2113, 3.9703, -0.0075, 0.0449, -0.0075
Si, 17.5977, 4.0132, 3.9661, -0.0333, 0.0015, -0.076
Si, 14.9262, 6.7602, 3.9568, -0.0198, -0.0517, -0.0411
Si, 17.6926, 9.2718, 3.9342, 0.0556, 0.0444, -0.0125
Si, 14.9331, 12.1758, 3.9916, -0.0139, -0.0156, 0.0313
Si, 17.6165, 14.9724, 3.8545, -0.0538, 0.0103, 0.0075
Si, 20.4092, 1.2666, 3.987, -0.0012, 0.018, 0.0049
Si, 23.1692, 3.947, 4.166, 0.0052, -0.0256, -0.0048
Si, 20.5071, 6.7188, 4.0145, -0.0519, -0.0276, 0.0146
Si, 23.1448, 9.4675, 3.8475, -0.0636, -0.0298, -0.0182
Si, 20.3785, 12.059, 3.9414, 0.0526, -0.0145, -0.0703
Si, 23.15, 14.8782, 4.267, 0.0465, -0.0378, -0.0616
Si, 25.9863, 1.4107, 4.2304, -0.0254, 0.0015, -0.0452
Si, 28.6303, 4.0903, 4.0224, -0.0017, -0.0237, 0.0371
Si, 25.8712, 6.7131, 4.218, -0.0047, 0.003, 0.0003
Si, 28.5497, 9.5797, 4.1746, -0.0033, 0.019, -0.0199
Si, 25.8341, 12.1869, 3.9908, 0.0369, 0.0407, 0.0257
Si, 28.5935, 14.8867, 4.1368, 0.0042, -0.0699, -0.0089
Si, 29.9848, 16.3563, 5.3875, -0.0067, 0.0412, -0.0783
Si, 32.6715, 2.8277, 5.4216, 0.0153, 0.0456, -0.0027
Si, 29.9288, 5.4838, 5.4301, -0.0066, -0.0334, -0.0215
Si, 32.6808, 8.2258, 5.45, 0.0027, 0.0066, 0.0053
Si, 29.9419, 10.9523, 5.4644, 0.0321, -0.0021, -0.0023
Si, 32.6303, 13.7219, 5.4549, 0.0184, 0.0019, 0.0179
Si, 2.6573, 16.3476, 5.4402, 0.0102, -0.0074, 0.004
Si, 5.4941, 2.7826, 5.3675, -0.0208, 0.013, 0.0086
Si, 2.7041, 5.4912, 5.5055, -0.0265, -0.0273, 0.0035
Si, 5.449, 8.2364, 5.6511, 0.0094, -0.0112, 0.034
Si, 2.7924, 10.9967, 5.5339, 0.0305, 0.0004, 0.0259
Si, 5.4006, 13.6818, 5.5289, -0.0353, -0.0061, 0.0064
Si, 8.2439, 16.3704, 5.3776, 0.0137, -0.013, -0.0196
Si, 10.8784, 2.7438, 5.5897, -0.0021, 0.007, -0.0066
Si, 8.1417, 5.5086, 5.618, 0.0008, 0.0085, 0.0193
Si, 10.885, 8.1152, 5.5516, -0.0414, -0.0177, -0.0246
Si, 8.1274, 10.9149, 5.765, 0.0034, 0.0196, -0.0135
Si, 10.8414, 13.5732, 5.2727, 0.0136, 0.0069, -0.004
Si, 13.5409, 16.2288, 5.4572, 0.0406, -0.0306, -0.0248
Si, 16.2161, 2.6214, 5.2847, 0.0257, 0.0049, 0.0065
Si, 13.5779, 5.3931, 5.3373, -0.0188, 0.0371, 0.0055
Si, 16.3405, 8.0056, 5.3871, 0.0193, -0.022, -0.0242
Si, 13.4591, 10.9572, 5.4029, 0.0206, -0.0174, -0.0864
Si, 16.3768, 13.5122, 5.3122, -0.015, 0.0273, -0.051
Si, 18.9613, 16.2824, 5.3114, 0.0055, -0.0302, 0.002
Si, 21.7347, 2.6092, 5.4287, 0.0205, -0.0193, 0.0139
Si, 19.025, 5.3733, 5.3216, 0.0181, -0.0156, -0.029
Si, 21.8138, 8.1455, 5.3359, 0.0171, -0.0272, -0.0254
Si, 18.9855, 10.7447, 5.2984, -0.0377, -0.008, -0.0028
Si, 21.7007, 13.4488, 5.4098, -0.0228, -0.0219, -0.0118
Si, 24.557, 16.3046, 5.4942, -0.0024, -0.0127, -0.0096
Si, 27.3128, 2.7971, 5.5139, 0.003, 0.0421, 0.0332
Si, 24.4889, 5.3605, 5.5183, -0.0269, 0.0122, -0.0254
Si, 27.2202, 8.152, 5.4979, 0.01, -0.0014, -0.0286
Si, 24.4482, 10.8261, 5.3261, 0.0326, -0.0013, -0.0192
Si, 27.2001, 13.5231, 5.4288, -0.0328, -0.0188, 0.0189
Si, 31.2927, 15.042, 6.8331, -0.0225, -0.0145, 0.0073
Si, 1.3513, 1.4261, 6.7988, -0.0107, 0.008, -0.0127
Si, 31.295, 4.1356, 6.8017, -0.0117, -0.0174, -0.0031
Si, 1.3504, 6.8534, 6.8489, 0.0065, -0.001, 0.0045
Si, 31.3234, 9.5878, 6.804, -0.0044, -0.0015, 0.0055
Si, 1.3751, 12.353, 6.8163, -0.0106, 0.0058, 0.0073
Si, 4.0343, 15.0332, 6.846, -0.0225, 0.0228, -0.0045
Si, 6.8286, 1.3899, 6.7438, -0.0213, 0.0286, -0.0085
Si, 4.113, 4.1037, 6.7901, 0.0445, -0.013, -0.0154
Si, 6.8046, 6.8594, 6.9667, -0.0081, 0.024, 0.0214
Si, 4.0708, 9.6089, 6.9339, 0.0078, 0.0028, 0.0182
Si, 6.7309, 12.3297, 6.9546, -0.0472, -0.0032, -0.0539
Si, 9.5604, 14.9701, 6.7278, -0.0026, -0.0166, 0.0297
Si, 12.2398, 1.3106, 6.8438, -0.0098, 0.011, -0.0126
Si, 9.5149, 4.1092, 6.9072, -0.016, -0.0111, 0.0178
Si, 12.2726, 6.7342, 6.8092, 0.0311, -0.0365, -0.015
Si, 9.5402, 9.4867, 6.9408, -0.0095, -0.0437, -0.0365
Si, 12.1706, 12.2987, 6.7865, -0.0291, 0.0106, 0.0199
Si, 14.9797, 14.8708, 6.7163, 0.0324, -0.0025, -0.0114
Si, 17.6236, 1.3283, 6.6888, 0.0275, 0.0036, 0.0105
Si, 14.9319, 4.0179, 6.6996, -0.0104, 0.0068, 0.0095
Si, 17.6915, 6.6988, 6.7659, -0.0084, -0.0509, 0.0021
Si, 14.9218, 9.4903, 6.6481, 0.0169, -0.0084, -0.0519
Si, 17.6894, 12.154, 6.7028, 0.0268, 0.0036, 0.0017
Si, 20.3256, 14.885, 6.6896, -0.0084, 0.01, -0.0229
Si, 23.1329, 1.3104, 6.8068, -0.0136, 0.0184, 0.0013
Si, 20.3678, 4.0226, 6.7263, 0.0001, 0.0164, 0.0096
Si, 23.1148, 6.784, 6.7722, 0.0046, 0.0218, 0.0113
Si, 20.3981, 9.4598, 6.695, 0.0221, 0.0278, 0
Si, 23.1123, 12.1572, 6.7589, -0.0057, -0.0005, -0.0158
Si, 25.8871, 14.9148, 6.8145, 0.0235, 0.0031, -0.0209
Si, 28.6421, 1.3699, 6.8025, -0.0333, -0.0153, 0.0146
Si, 25.891, 4.0783, 6.8697, 0.0232, -0.003, 0.0189
Si, 28.589, 6.812, 6.8361, -0.0095, -0.005, 0.0145
Si, 25.8104, 9.5177, 6.7707, -0.0399, -0.0134, 0.007
Si, 28.5627, 12.2404, 6.8393, -0.0307, 0.017, -0.0019
Si, 32.6503, 16.3906, 8.1895, -0.0012, 0.0045, -0.0078
Si, 2.7487, 2.7471, 8.1588, 0.0183, 0.0082, 0.0028
Si, 32.6458, 5.4732, 8.1882, 0.0016, 0.0059, 0.0104
Si, 2.7036, 8.2056, 8.2245, -0.0152, 0.0155, -0.0015
Si, 32.6696, 10.9484, 8.1675, 0.001, -0.0004, 0.0045
Si, 2.7115, 13.6681, 8.2208, 0.0054, -0.0139, 0.0052
Si, 5.45, 16.3857, 8.1471, 0.0012, 0.0168, -0.0023
Si, 8.1393, 2.7179, 8.1915, 0.0327, -0.0101, -0.0073
Si, 5.4149, 5.4572, 8.2215, 0.0145, -0.0125, -0.0047
Si, 8.1781, 8.1759, 8.3093, 0.0057, -0.0054, 0.0209
Si, 5.424, 10.9364, 8.299, -0.0152, -0.0083, 0.0109
Si, 8.1765, 13.6831, 8.1811, 0.0369, 0.0173, -0.0129
Si, 10.8743, 16.2869, 8.1758, -0.0078, -0.017, -0.0041
Si, 13.6089, 2.6964, 8.1408, 0.028, 0.0108, 0.0065
Si, 10.9033, 5.4442, 8.2205, -0.0117, -0.0019, 0.0211
Si, 13.624, 8.1466, 8.1072, -0.0037, -0.0101, -0.0149
Si, 10.8882, 10.9093, 8.2008, 0.0031, 0.0274, 0.005
Si, 13.5965, 13.5895, 8.1287, -0.0064, 0.0128, 0.0047
Si, 16.3082, 16.2692, 8.0784, -0.0033, 0.0212, 0.0055
Si, 18.9956, 2.6724, 8.0802, -0.0073, -0.002, -0.0006
Si, 16.3045, 5.3558, 8.0975, -0.0089, -0.0184, 0.0007
Si, 19.0446, 8.1066, 8.0842, 0.0079, 0.017, 0.003
Si, 16.2849, 10.8272, 8.0532, -0.0159, 0.0371, -0.0027
Si, 19.0143, 13.5375, 8.0886, -0.0034, -0.0074, 0.025
Si, 21.7215, 16.244, 8.0796, 0.015, -0.0241, -0.0041
Si, 24.4913, 2.6917, 8.1597, -0.0002, -0.0042, 0.0044
Si, 21.7311, 5.4074, 8.0951, -0.013, 0.0013, -0.0083
Si, 24.4737, 8.1442, 8.1405, -0.0061, -0.0008, -0.001
Si, 21.7389, 10.8163, 8.1058, -0.0011, -0.0183, 0.0094
Si, 24.476, 13.5501, 8.1179, -0.0053, 0.0053, -0.0005
Si, 27.2501, 16.3132, 8.141, -0.004, -0.0139, 0.0134
Si, 29.9656, 2.7449, 8.1725, -0.0013, 0.0045, 0.0011
Si, 27.2299, 5.462, 8.2052, -0.0253, 0.0068, 0.0024
Si, 29.9629, 8.1933, 8.1585, 0.0099, -0.0025, -0.0116
Si, 27.1849, 10.8651, 8.1539, 0.0128, -0.0043, -0.0017
Si, 29.9261, 13.6417, 8.1629, 0.0005, -0.0092, -0.001
Si, 31.3025, 17.6614, 20.4526, -0.004, -0.0129, 0.0031
Si, 34.0172, 4.0705, 20.4999, 0.0029, 0.0069, 0.0046
Si, 31.2862, 6.7948, 20.4583, 0.0013, 0.0145, -0.0011
Si, 34.0006, 9.49, 20.4749, 0.0024, -0.002, -0.0033
Si, 31.2989, 12.2142, 20.4283, 0.005, -0.0163, -0.0049
Si, 33.9928, 14.9607, 20.4642, -0.005, -0.0056, 0.0019
Si, 4.08, 17.7008, 20.4768, 0.0099, -0.023, 0.0046
Si, 6.8004, 4.0927, 20.4841, 0.0094, -0.0167, -0.0043
Si, 4.0833, 6.7714, 20.498, 0.0001, 0.0079, -0.0004
Si, 6.793, 9.4933, 20.4411, -0.0093, 0.0202, -0.0036
Si, 4.0642, 12.2272, 20.4315, -0.0075, 0.0006, -0.0043
Si, 6.7882, 14.9439, 20.4375, 0.0026, -0.0056, 0.0003
Si, 9.5267, 17.6991, 20.433, -0.0042, 0.0041, -0.0103
Si, 12.2308, 4.0612, 20.365, 0.0019, 0.0053, -0.0129
Si, 9.5003, 6.8027, 20.4282, -0.0071, -0.0072, 0.0024
Si, 12.2245, 9.5133, 20.3895, 0.02, -0.003, 0.0043
Si, 9.5007, 12.2371, 20.4377, -0.001, -0.0063, 0.0143
Si, 12.2387, 14.9773, 20.4013, 0.003, 0.0094, -0.0066
Si, 14.929, 17.6688, 20.3628, -0.01, -0.0062, 0.0004
Si, 17.6693, 4.0908, 20.34, 0.0051, -0.0032, 0.017
Si, 14.9358, 6.8041, 20.3449, -0.0084, 0.0092, 0.0065
Si, 17.6357, 9.5264, 20.3019, 0.0153, 0.0132, -0.0047
Si, 14.938, 12.2486, 20.3676, 0.0129, 0.002, -0.0006
Si, 17.6553, 14.9443, 20.3145, 0.0027, -0.0017, -0.0062
Si, 20.4008, 17.6958, 20.3062, 0.014, -0.0049, 0.0034
Si, 23.1385, 4.0943, 20.2931, 0.002, -0.001, -0.0049
Si, 20.3919, 6.8166, 20.2983, 0.0145, -0.0062, -0.0019
Si, 23.1225, 9.531, 20.3183, 0.0038, 0.0037, -0.0002
Si, 20.3794, 12.2566, 20.2909, -0.0123, -0.0088, 0.0009
Si, 23.1516, 14.9855, 20.2764, 0.0076, 0.0012, -0.0093
Si, 25.8768, 17.703, 20.339, -0.0039, 0.0074, 0.0047
Si, 28.5869, 4.078, 20.3871, 0.0039, -0.0118, -0.0025
Si, 25.8692, 6.8037, 20.342, 0.0087, -0.0043, 0.0027
Si, 28.598, 9.5175, 20.4032, -0.0122, 0.006, 0.0008
Si, 25.8731, 12.2527, 20.3595, -0.0203, 0.0175, -0.0019
Si, 28.5902, 14.9466, 20.3977, 0.0043, -0.0055, 0.0039
Si, 29.9388, 16.282, 21.7965, 0.0022, -0.0088, -0.0022
Si, 32.6567, 2.6884, 21.845, 0.0107, -0.0028, 0.0061
Si, 29.9118, 5.4259, 21.7941, -0.012, -0.0024, -0.0067
Si, 32.6404, 8.13, 21.8594, 0.0074, -0.0065, -0.0036
Si, 29.9707, 10.8373, 21.8039, 0.0158, 0.0229, 0.0036
Si, 32.6364, 13.5673, 21.8108, 0.013, 0.0062, -0.0007
Si, 2.7064, 16.3392, 21.8245, -0.0029, 0.0119, -0.0007
Si, 5.4283, 2.7467, 21.8613, 0.0008, 0.0378, -0.0015
Si, 2.7326, 5.4182, 21.9028, 0.0165, -0.0092, 0.0018
Si, 5.4807, 8.1131, 21.8407, 0.009, -0.0254, -0.0005
Si, 2.72, 10.8713, 21.8122, -0.0089, -0.0015, -0.0083
Si, 5.4276, 13.5666, 21.7953, 0.0088, 0.0041, -0.0092
Si, 8.1507, 16.3285, 21.7641, 0.0167, 0.0075, -0.009
Si, 10.907, 2.7372, 21.7903, -0.0154, -0.0318, 0.0003
Si, 8.1737, 5.4522, 21.8441, -0.009, 0.0303, 0.0044
Si, 10.8564, 8.1745, 21.7686, -0.0013, 0.0222, 0.0056
Si, 8.1311, 10.8642, 21.8031, -0.0061, -0.0098, 0.0145
Si, 10.8749, 13.6276, 21.7598, -0.0106, 0.0185, 0.0045
Si, 13.5839, 16.3379, 21.7849, -0.0201, 0.0115, 0.0155
Si, 16.2889, 2.726, 21.6833, 0.004, -0.0061, 0.0068
Si, 13.5925, 5.4197, 21.6952, -0.026, -0.0393, -0.0024
Si, 16.2771, 8.1924, 21.6846, -0.0075, 0.003, -0.0017
Si, 13.6041, 10.8652, 21.7319, -0.0438, -0.0077, -0.0141
Si, 16.2884, 13.627, 21.7176, 0.0086, -0.0016, 0.0045
Si, 19.0233, 16.318, 21.6248, -0.0032, 0.0026, 0.0038
Si, 21.7775, 2.7483, 21.6396, 0.0081, -0.0015, -0.003
Si, 19.0423, 5.4725, 21.669, 0.0092, 0.007, -0.0055
Si, 21.7311, 8.19, 21.6534, -0.0167, 0.0112, 0.0041
Si, 18.9617, 10.9296, 21.6254, 0.0035, 0.0089, -0.0133
Si, 21.784, 13.6242, 21.5878, -0.0088, 0.0052, -0.006
Si, 24.5148, 16.3259, 21.6494, -0.0223, -0.0135, 0.0077
Si, 27.2376, 2.715, 21.7355, 0.0047, 0.0151, -0.0031
Si, 24.4937, 5.4415, 21.6614, -0.0088, -0.0012, -0.0051
Si, 27.2396, 8.136, 21.7263, -0.0018, 0.0009, 0.007
Si, 24.501, 10.877, 21.6729, -0.0009, 0.0054, -0.0058
Si, 27.2406, 13.5844, 21.757, -0.0009, -0.0035, 0.0094
Si, 31.2855, 14.9149, 23.1883, -0.0125, -0.0176, 0.0042
Si, 34.0271, 17.6829, 23.2607, 0.0008, -0.0078, 0.0162
Si, 31.2516, 4.0453, 23.1543, -0.0255, 0.0071, -0.03
Si, 33.9871, 6.7727, 23.2531, -0.0118, 0.0186, 0.0008
Si, 31.2805, 9.4705, 23.25, -0.0267, 0.0015, -0.0089
Si, 33.9525, 12.1773, 23.1903, 0.0029, -0.0112, 0.0061
Si, 4.0402, 14.9147, 23.1246, 0.0024, 0.0039, -0.001
Si, 6.8053, 17.6697, 23.1479, 0.0091, -0.0413, 0.0209
Si, 4.0973, 4.0775, 23.3201, 0.0164, -0.017, -0.0054
Si, 6.7983, 6.7429, 23.2802, 0.0024, 0.0152, 0.0089
Si, 4.1388, 9.5317, 23.1283, -0.0152, 0.032, -0.0248
Si, 6.8061, 12.2485, 23.1856, 0.016, -0.0401, -0.0094
Si, 9.5493, 15.0321, 23.1269, 0.011, -0.0008, -0.0053
Si, 12.2547, 17.7144, 23.1887, 0.0331, -0.0299, -0.0083
Si, 9.5903, 4.1161, 23.1682, 0.0207, 0.0086, 0.0269
Si, 12.2579, 6.7913, 23.0446, 0.0285, 0.0256, -0.0143
Si, 9.4536, 9.4726, 23.1698, 0.0228, -0.0006, -0.0036
Si, 12.2089, 12.2, 23.0599, 0.0183, -0.0085, -0.0082
Si, 14.9462, 14.9651, 23.1263, -0.0035, 0.0143, 0.0154
Si, 17.6527, 17.6555, 22.9836, 0.0025, -0.0119, 0.0236
Si, 14.9362, 4.0689, 23.0724, -0.0251, 0.0449, 0.0142
Si, 17.645, 6.8297, 22.9947, 0.0107, 0.0099, 0.0072
Si, 14.9819, 9.5504, 23.1262, 0.0466, -0.0029, 0.0317
Si, 17.6283, 12.2512, 23.0624, -0.0128, -0.0283, 0.0011
Si, 20.4259, 14.9721, 22.9272, 0.0137, 0.0158, 0.0017
Si, 23.1612, 17.7101, 22.9652, 0.0053, 0.0171, 0.0024
Si, 20.4207, 4.1053, 22.9971, 0.0277, -0.009, 0
Si, 23.1078, 6.8123, 22.9691, 0.0267, -0.0378, -0.0125
Si, 20.3203, 9.5861, 22.9387, 0.0203, -0.0234, -0.0184
Si, 23.1342, 12.2902, 22.952, -0.0146, 0.0149, -0.0015
Si, 25.8727, 15.0043, 23.0488, 0.0186, 0.0028, -0.0151
Si, 28.5668, 17.6506, 23.1274, -0.0091, -0.0043, -0.0301
Si, 25.8831, 4.1267, 23.039, -0.005, -0.0063, -0.016
Si, 28.562, 6.7952, 23.1627, -0.0052, -0.0065, 0.0024
Si, 25.8623, 9.5079, 23.0268, -0.0059, 0.0072, -0.0127
Si, 28.6072, 12.2057, 23.1303, 0.0082, -0.0028, 0.0163
Si, 32.6461, 16.2717, 24.5561, 0.0104, -0.0168, -0.0154
Si, 2.7373, 2.7128, 24.7079, 0.0027, -0.0102, 0.0151
Si, 32.5811, 5.3503, 24.5736, 0.0169, -0.0111, -0.0008
Si, 2.7794, 8.2153, 24.481, -0.0158, -0.0252, -0.0091
Si, 32.6214, 10.8345, 24.6398, -0.0094, 0.0088, 0.0154
Si, 2.6742, 13.559, 24.4949, -0.0264, 0.008, 0.0011
Si, 5.4103, 16.264, 24.4488, 0.0095, 0.0197, 0.012
Si, 8.2285, 2.7082, 24.4586, 0.0127, 0.0186, 0.0066
Si, 5.4706, 5.4036, 24.749, 0.0223, -0.0182, 0.009
Si, 8.1849, 8.0764, 24.6443, 0.0249, 0.0139, 0.0141
Si, 5.4925, 10.8312, 24.5566, 0.0132, -0.0207, 0.0318
Si, 8.2092, 13.6682, 24.4611, 0.0008, -0.0023, -0.0334
Si, 10.8621, 16.3905, 24.5645, 0.0045, 0.0425, -0.0013
Si, 13.6299, 2.7608, 24.5519, -0.0406, -0.0612, 0.0316
Si, 10.9905, 5.4966, 24.5222, -0.028, 0.0029, 0.0216
Si, 13.6246, 8.1073, 24.4004, -0.0492, -0.0126, -0.0414
Si, 10.8235, 10.8793, 24.4366, -0.0049, -0.002, 0.0045
Si, 13.5639, 13.5333, 24.4098, 0.0046, -0.0003, -0.0334
Si, 16.3259, 16.3719, 24.4555, 0.0093, -0.0245, 0.0413
Si, 19.029, 2.7077, 24.2658, 0.0422, -0.0047, -0.0346
Si, 16.3302, 5.437, 24.3558, 0.025, -0.0178, -0.0132
Si, 18.9332, 8.2819, 24.3039, -0.0169, 0.0514, 0.0075
Si, 16.305, 10.9404, 24.5448, -0.0106, 0.015, -0.0138
Si, 19.0729, 13.6295, 24.2791, -0.0292, 0.0118, 0.031
Si, 21.7622, 16.3593, 24.2518, -0.0156, -0.0224, 0.001
Si, 24.5595, 2.7125, 24.3212, 0.0113, -0.0366, -0.0166
Si, 21.785, 5.4717, 24.3525, 0.0256, 0.0152, 0.0196
Si, 24.4497, 8.1661, 24.3208, -0.0208, -0.0255, -0.0324
Si, 21.6767, 10.9871, 24.2202, -0.0363, 0.0315, -0.0115
Si, 24.5046, 13.6217, 24.3254, -0.0277, 0.0014, 0.0345
Si, 27.2002, 16.3199, 24.5059, 0.001, -0.0028, 0.0126
Si, 29.8789, 2.6949, 24.5112, 0.0283, -0.0305, 0.0219
Si, 27.1341, 5.4943, 24.505, 0.0081, 0.0111, 0.0244
Si, 29.9259, 8.0718, 24.614, -0.0027, 0.0191, -0.0172
Si, 27.2587, 10.7809, 24.4198, 0.0319, 0.0012, -0.0119
Si, 29.9226, 13.5488, 24.5678, -0.0049, -0.0045, -0.0141
Si, 31.2572, 17.6404, 25.8681, -0.0287, 0.0038, 0.024
Si, 33.9185, 4.0636, 26.0509, 0.0238, -0.0312, 0.0019
Si, 31.2631, 6.6775, 26.0209, -0.027, 0.0662, -0.0248
Si, 34.0961, 9.5026, 25.9418, 0.01, -0.0049, -0.0067
Si, 31.1844, 12.1459, 26.022, -0.0193, -0.0097, 0.0021
Si, 33.944, 14.8402, 25.9302, 0.0147, -0.0349, 0.0009
Si, 4.0975, 17.5122, 25.9487, -0.0295, -0.0068, 0.0034
Si, 6.9297, 3.9107, 25.9877, -0.098, 0.0145, 0.0324
Si, 4.046, 6.9136, 25.9547, 0.0104, -0.0136, 0.0188
Si, 6.8709, 9.501, 25.9975, -0.0122, 0.0247, 0.003
Si, 4.0817, 12.2338, 25.8116, -0.0125, 0.0101, -0.0334
Si, 6.8943, 15.0629, 25.8037, 0.0179, 0.0462, -0.0132
Si, 9.5666, 17.8234, 25.9775, 0.0491, -0.0163, -0.0102
Si, 12.3641, 4.1955, 25.9483, 0.041, -0.0549, 0.0006
Si, 9.5884, 6.6896, 26.0112, -0.0388, 0.0351, -0.0182
Si, 12.127, 9.3782, 25.6609, -0.009, 0.0275, 0.0343
Si, 9.545, 12.3174, 25.8226, -0.0163, 0.0044, -0.0412
Si, 12.2366, 14.8997, 25.74, -0.077, 0.0111, -0.0071
Si, 15.0396, 17.7537, 25.9124, 0.0149, -0.0198, 0.0153
Si, 17.7025, 4.0341, 25.6394, -0.0324, 0.0155, 0.0505
Si, 15.0364, 6.7833, 25.7638, 0.0258, 0.0212, 0.0435
Si, 17.7062, 9.5981, 25.8907, 0.0414, -0.0101, 0.0228
Si, 14.7891, 12.1855, 25.8934, 0.0895, 0.0933, 0.0242
Si, 17.8374, 15.0279, 25.6634, 0.2358, 0.3889, -0.4361
Si, 20.3966, 17.7054, 25.5984, -0.039, 0.0021, 0.0184
Si, 23.2245, 4.0666, 25.6267, 0.0021, 0.0288, 0.0345
Si, 20.3185, 6.9061, 25.5333, 0.04, -0.012, -0.0015
Si, 23.0158, 9.5879, 25.4647, -0.0194, -0.0157, 0.0122
Si, 20.3888, 12.3091, 25.6838, -0.0003, -0.0373, 0.0001
Si, 23.1313, 15.0519, 25.5918, 0.0189, -0.0115, -0.0184
Si, 25.8789, 17.7793, 25.8266, -0.0113, 0.0081, 0.003
Si, 28.4862, 4.0812, 25.8324, -0.0141, -0.0208, 0.001
Si, 25.6923, 6.8762, 25.8319, 0.0007, 0.0378, 0.0606
Si, 28.4724, 9.3837, 25.9283, -0.0129, 0.0248, 0.0042
Si, 25.9099, 12.2314, 25.6213, -0.0171, -0.0166, 0.0013
Si, 28.5242, 14.918, 25.8888, 0.0198, -0.0466, -0.0199
Si, 29.8181, 16.3482, 27.2313, 0.0402, -0.0505, 0.0473
Si, 32.5336, 2.6283, 27.3892, 0.0337, 0.0021, 0.0614
Si, 29.8319, 5.2679, 27.352, 0.0494, -0.0801, 0.0802
Si, 33.1078, 7.6916, 27.1364, 0.1418, -0.1707, -0.4558
Si, 29.7596, 10.7284, 27.3596, -0.2404, 0.3663, -0.2112
Si, 32.4992, 13.5774, 27.365, 0.0207, -0.0279, 0.0347
Si, 2.679, 16.1396, 27.3249, 0.026, -0.0007, 0.0221
Si, 5.9034, 2.1021, 27.1978, 0.2951, -0.0979, -0.4656
Si, 34.8341, 5.9842, 27.1159, -0.0451, 0.0455, 0.0335
Si, 5.3616, 8.3022, 27.3946, -0.0368, 0.0083, 0.0257
Si, 2.7397, 11.0076, 27.3082, -0.028, 0.016, -0.003
Si, 5.5486, 13.5921, 27.0133, 0.0211, -0.0229, 0.0221
Si, 7.8715, 16.7157, 27.2207, -0.0481, -0.0529, 0.016
Si, 10.6448, 3.2984, 27.2886, -0.0345, 0.0057, 0.0037
Si, 8.773, 4.8024, 27.2201, 0.0125, -0.0266, 0.0526
Si, 10.9799, 8.0948, 27.2816, 0.0512, -0.0257, 0.1329
Si, 8.2801, 10.9662, 27.2361, -0.0565, -0.0018, 0.004
Si, 10.7839, 13.7556, 27.2254, -0.1849, 0.1715, -0.3549
Si, 13.7745, 16.0897, 27.0072, -0.3722, 0.3733, -0.1581
Si, 16.5134, 2.7937, 27.2583, -0.0157, 0.0049, 0.0813
Si, 13.8802, 5.4434, 27.3346, 0.0526, 0.0087, 0.1043
Si, 16.3443, 8.1625, 27.1735, -0.0047, 0.05, 0.0216
Si, 13.4214, 10.6882, 27.0226, -0.0288, -0.0135, 0.007
Si, 15.7548, 13.6599, 27.4372, -0.4327, -0.4497, -0.353
Si, 19.1173, 16.3605, 27.0302, 0.034, 0.0273, 0.071
Si, 21.7355, 2.791, 26.8496, 0.0649, -0.0857, -0.004
Si, 18.9962, 5.5301, 26.8514, -0.0841, 0.0657, -0.0136
Si, 21.4958, 8.4616, 26.8083, 0.0755, -0.1383, -0.6618
Si, 19.391, 10.7515, 27.1425, -0.2928, 0.155, -0.6187
Si, 21.7299, 13.7464, 26.9166, 0.0001, 0.0433, 0.0524
Si, 24.4188, 16.4257, 27.0032, 0.019, -0.0435, 0.0304
Si, 27.1278, 2.8429, 27.3249, -0.0125, -0.01, 0.0484
Si, 24.4354, 5.3937, 27.1479, -0.0818, -0.0266, 0.084
Si, 27.0971, 8.0201, 27.3421, 0.028, 0.0892, -0.0001
Si, 24.3226, 10.9775, 26.7327, -0.1477, 0.4539, -0.3619
Si, 27.1709, 13.4758, 27.1668, 0.0498, -0.0101, 0.0312
Si, 31.243, 15.1425, 28.637, -0.1455, -0.2085, -0.6838
Si, 33.6195, 17.2227, 28.5998, 0.175, 0.2443, -0.6686
Si, 30.6588, 3.4201, 28.6255, -0.1706, -0.1017, -0.5773
Si, 3.1421, 4.1125, 31.482, 0.0644, -0.017, -0.021
Si, 31.93, 9.4948, 29.1926, -0.1177, -0.1106, -0.0781
Si, 33.7633, 12.0625, 28.6501, 0.2125, 0.3577, -0.6406
Si, 4.2984, 14.8227, 28.4939, -0.2594, 0.0621, -0.5983
Si, 5.6811, 2.926, 30.0679, -0.206, 0.0654, -0.0637
Si, 3.115, 5.8391, 29.2221, -0.2381, 0.0462, -0.53
Si, 5.8576, 6.9356, 29.2151, -0.0409, 0.2726, -0.6404
Si, 4.3206, 10.0384, 28.7185, -0.1733, -0.3291, -0.5416
Si, 6.6427, 12.1652, 28.4973, 0.3167, 0.0368, -0.631
Si, 9.5805, 15.475, 28.4236, -0.254, -0.1904, -0.4694
Si, 11.7895, 3.2012, 29.4746, -0.2926, 0.3506, -0.4357
Si, 8.0527, 4.976, 29.4382, 0.2542, -0.1279, -0.5223
Si, 12.9077, 7.2734, 28.4253, 0.0334, 0.0601, -0.7435
Si, 10.0068, 9.9027, 28.4494, 0.3594, 0.1446, -0.3797
Si, 11.9777, 11.3746, 28.7608, 0.101, -0.5853, 0.0504
Si, 12.4381, 16.7364, 28.7947, 0.2688, -0.1376, -0.5657
Si, 17.9475, 17.6858, 28.5132, -0.1359, 0.1171, -0.7185
Si, 15.8403, 4.6212, 28.6211, -0.0557, 0.0786, -0.5407
Si, 17.3859, 6.4118, 28.3089, -0.1565, -0.1693, -0.606
Si, 14.4787, 9.0475, 28.2819, -0.0753, -0.2048, -0.5941
Si, 16.165, 12.5034, 30.3837, 0.026, 0.048, -0.0656
Si, 20.7308, 15.2863, 28.3135, -0.2946, -0.1451, -0.7078
Si, 22.831, 17.6257, 28.2611, 0.1542, 0.1529, -0.6747
Si, 20.6869, 4.5015, 28.0067, -0.1384, -0.0081, 0.0731
Si, 22.4608, 6.0476, 28.2732, 0.1098, -0.4267, -0.5883
Si, 18.6638, 10.7857, 30.0656, 0.1538, 0.1316, -0.0549
Si, 23.3329, 12.5724, 28.0335, -0.2504, -0.0597, -0.7096
Si, 25.5411, 14.7711, 28.1905, 0.0777, 0.1342, -0.5916
Si, 28.8737, 18.0943, 28.4899, -0.0401, 0.0766, 0.0996
Si, 26.1009, 4.5882, 28.6689, -0.0208, 0.0527, 0.0001
Si, 27.9741, 6.1779, 28.4752, -0.0626, 0.0302, 0.0974
Si, 26.0121, 9.4716, 28.8755, 0.441, -0.4564, -0.1565
Si, 28.1495, 11.8585, 28.6761, 0.1321, 0.0812, -0.6959
Si, 3.9157, 8.1812, 30.8963, -0.0544, 0.0566, 0.0061
Si, 34.8487, 16.5721, 31.1754, -0.0431, -0.0127, -0.1037
Si, 4.0938, 6.5283, 33.2518, -0.0204, 0.0099, 0.0696
Si, 9.2055, 10.5892, 31.0964, -0.1828, -0.0643, 0.0703
Si, 33.7017, 18.4644, 32.8757, -0.1227, 0.0571, 0.0509
Si, 6.5818, 3.8757, 36.4728, -0.279, 0.1359, 0.4655
Si, 5.3244, 16.4582, 30.7658, -0.0833, -0.0715, -0.0474
Si, 6.8071, 5.3285, 33.9958, -0.0501, -0.0126, 0.205
Si, 17.616, 2.9503, 36.3231, 0.0688, 0.0733, 0.1329
Si, 7.8176, 8.9325, 36.0311, 0.0998, 0.098, -0.0085
Si, 3.0543, 13.5291, 33.7877, -0.0168, 0.0376, -0.0356
Si, 17.5795, 7.7989, 33.4296, -0.0949, -0.0405, -0.0407
Si, 14.3068, 14.4273, 33.622, 0.0012, 0.0413, 0.0513
Si, 12.2625, 16.4869, 33.9407, 0.1155, -0.1302, 0.0098
Si, 7.9273, 10.7979, 33.7478, 0.0327, -0.0641, -0.0551
Si, 14.6633, 6.4955, 35.6001, -0.0522, -0.0775, -0.6754
Si, 8.5, 13.4552, 30.5628, -0.0537, -0.0402, -0.0443
Si, 13.5834, 15.9944, 31.395, 0.0838, 0.0735, 0.0515
Si, 29.2881, 18.9096, 38.4784, -0.0096, 0.1972, 0.5714
Si, 25.9327, 8.9965, 36.7721, 0.0051, 0.5078, 0.1547
Si, 24.0093, 18.5165, 38.2712, 0.0043, -0.4316, 0.4742
Si, 11.2749, 5.1116, 33.4626, 0.0689, -0.0718, -0.0227
Si, 21.5287, 11.6938, 37.9355, 0.066, 0.0788, 0.0525
Si, 20.7077, 11.9003, 32.2495, -0.0461, 0.0206, -0.1209
Si, 22.7347, 2.8017, 30.9973, -0.0525, -0.0682, -0.1649
Si, 26.6433, 3.6993, 38.2099, 0.1689, -0.0655, 0.5734
Si, 29.6634, 4.6099, 34.0286, 0.0077, -0.0052, -0.0546
Si, 4.2564, 16.1657, 34.742, 0.3842, -0.008, -0.2316
Si, 27.3682, 14.8049, 38.3585, -0.2511, -0.3682, 0.5073
Si, 27.5607, 4.3499, 32.2154, 0.0086, 0.0073, 0.0873
Si, 3.9554, 18.9075, 35.8601, -0.0405, 0.0453, -0.0105
Si, 28.3765, 18.0351, 30.7911, 0.1559, -0.217, -0.5711
Si, 30.5156, 8.7601, 31.6455, -0.1618, -0.0316, -0.018
Si, 2.5959, 13.6366, 30.7488, 0.0008, -0.0029, 0.0604
Si, 21.9014, 6.7998, 31.0322, -0.073, 0.0649, 0.1275
Si, 31.5117, 15.3508, 35.3886, 0.1214, -0.008, 0.0083
Si, 21.0133, 12.7467, 34.9515, -0.3588, 0.3833, 0.1322
Si, 10.4437, 9.721, 33.436, 0.0761, -0.0253, 0.0501
Si, 28.4888, 8.9874, 35.0755, 0.4942, -0.2921, -0.0191
Si, 8.0303, 13.6781, 33.6858, -0.003, -0.002, -0.0254
Si, 35.0313, 17.5386, 38.0393, -0.1491, 0.2851, 0.484
Si, 33.0116, 12.8165, 35.231, 0.0095, 0.11, 0.0924
Si, 12.2099, 3.0901, 35.1812, 0.0879, 0.0899, -0.0532
Si, 9.6591, 3.5245, 31.4828, 0.0055, 0.1017, -0.0376
Si, 5.7594, 2.2262, 1.0486, -0.2653, 0.4136, 0.3481
Si, 6.1168, 8.1706, 38.3434, -0.0364, -0.0949, 0.0718
Si, 9.5306, 16.4453, 37.6666, -0.0801, -0.0275, 0.0985
Si, 34.4142, 10.9678, 37.2739, -0.0384, -0.0544, 0.0233
Si, 13.6359, 10.8624, 30.4863, -0.4302, 0.0354, -0.5046
Si, 14.6561, 6.877, 33.2067, 0.0937, -0.3804, 0.6125
Si, 10.3557, 14.5749, 35.4366, 0.0688, 0.0476, 0.074
Si, 17.0909, 14.5329, 32.6776, -0.0518, 0.0037, -0.0046
Si, 14.4196, 11.7881, 35.0409, -0.0575, 0.0268, 0.0669
Si, 23.1712, 16.5757, 32.1845, 0.0644, -0.1365, 0.0743
Si, 17.2011, 3.8112, 31.3381, -0.0978, 0.1098, -0.1023
Si, 6.1645, 16.0125, 33.4653, -0.4345, 0.0275, 0.2296
Si, 26.376, 14.1385, 35.5079, -0.0184, 0.0753, -0.029
Si, 18.2286, 4.9715, 34.0217, -0.0165, -0.1999, -0.1341
Si, 18.6614, 9.4431, 35.7129, -0.0795, -0.1877, 0.0312
Si, 21.3718, 14.4952, 31.0691, 0.0012, -0.0494, -0.093
Si, 22.1566, 16.6525, 36.9563, 0.0022, 0.0682, -0.1081
Si, 18.919, 7.7717, 30.5969, -0.1049, -0.0596, -0.0007
Si, 12.8987, 5.774, 31.0627, 0.1444, -0.0682, -0.0947
Si, 23.3582, 14.7379, 34.744, -0.0322, 0.0247, -0.0515
Si, 23.1921, 12.2061, 30.8254, -0.0517, -0.0007, 0.0445
Si, 30.8831, 2.8968, 31.6931, -0.2003, -0.0112, -0.0882
Si, 25.6717, 11.5148, 32.464, -0.1215, 0.0881, 0.077
Si, 32.9274, 18.09, 35.7893, -0.112, 0.0023, 0.043
Si, 27.7697, 9.2751, 32.1524, 0.2052, -0.0143, 0.0719
Si, 4.1011, 12.4371, 36.2331, 0.0774, 0.0821, 0.0656
Si, 29.5833, 13.616, 30.9391, -0.0702, -0.0082, -0.1089
Si, 31.3384, 4.3687, 36.5594, 0.1863, 0.6467, 0.1978
Si, 25.9353, 16.0551, 30.9654, -0.0268, 0.1077, -0.0296
Si, 3.6453, 6.1875, 38.8097, -0.1664, -0.2425, 0.572
Si, 32.529, 6.3364, 36.2267, -0.3299, -0.5287, -0.0189
Si, 12.7307, 8.0044, 37.4728, 0.5231, 0.5299, 0.3684
Si, 33.2828, 8.3982, 38.4878, 0.2704, -0.1764, 0.5042
Si, 30.3841, 7.6714, 34.4671, -0.4465, 0.2319, 0.3848
Si, 4.0551, 15.0063, 37.5474, -0.0602, 0.0523, 0.0718
Si, 6.4694, 3.5117, 38.749, -0.3806, -0.2715, -0.0759
Si, 28.4898, 6.875, 30.6221, -0.0924, -0.1635, -0.6666
Si, 10.3556, 9.9768, 37.4783, 0.0319, -0.1557, -0.0647
Si, 9.3025, 7.0295, 34.3267, -0.0517, 0.0857, 0.0404
Si, 9.3893, 18.9578, 35.8188, -0.1023, -0.0185, -0.0461
Si, 13.2934, 9.6232, 33.363, 0.1342, -0.0271, -0.0212
Si, 16.5501, 17.0726, 31.1438, -0.0146, -0.0698, -0.122
Si, 7.7945, 18.7164, 33.2929, 0.0706, 0.0933, 0.0454
Si, 17.2471, 12.1142, 36.3045, -0.0932, 0.006, 0.0614
Si, 14.7251, 3.5276, 36.8401, 0.0648, 0.19, -0.0081
Si, 12.119, 12.5075, 36.9693, 0.0956, -0.0014, -0.0303
Si, 25.079, 4.8704, 30.9296, 0.2316, -0.1017, -0.6106
Si, 19.1832, 16.82, 36.2148, 0.0569, -0.0488, 0.0567
Si, 21.4857, 8.4306, 35.0611, 0.0593, -0.1062, -0.0653
Si, 27.1747, 14.1757, 32.7991, 0.1444, -0.0213, -0.0532
Si, 19.0389, 14.0413, 34.947, 0.4639, -0.3749, 0.0257
Si, 30.573, 4.5583, 38.7417, 0.1287, -0.408, -0.0852
Si, 21.0988, 5.8055, 33.739, -0.043, 0.0741, 0.1121
Si, 25.0697, 6.1495, 37.7363, -0.0488, 0.0218, -0.0261
Si, 28.3363, 12.6161, 38.4183, 0.2168, 0.2894, 0.5671
Si, 22.445, 5.9628, 36.3725, -0.0976, 0.0256, -0.0566
Si, 24.2633, 9.4395, 34.0594, -0.0848, -0.0609, -0.066
Si, 19.8822, 3.4205, 29.8973, 0.1992, 0.3097, -0.4658
Si, 30.109, 16.1527, 37.8805, 0.0218, 0.0206, 0.0585
Si, 35.4726, 5.5023, 35.7695, 0.009, -0.0493, -0.0103
Si, 28.5224, 12.1276, 35.5439, 0.0408, 0.0085, 0.0548
Si, 30.6398, 13.2474, 33.6256, 0.0962, -0.0251, -0.0442
Si, 25.8323, 10.5725, 38.6155, -0.3596, -0.4375, 0.2487
Si, 24.4809, 8.0128, 31.3094, 0.0163, -0.014, -0.1009
Si, 31.3009, 1.4013, 9.5604, -0.0034, 0.0094, 0.0101
Si, 1.3818, 4.1047, 9.5273, -0.0161, -0.0088, -0.0078
Si, 31.2923, 6.8299, 9.5447, 0.0046, 0.0005, 0.004
Si, 1.349, 9.5719, 9.5619, 0.0051, 0.0014, -0.0004
Si, 31.2873, 12.2802, 9.5255, 0.0119, 0.0046, -0.0022
Si, 1.3515, 15.0189, 9.5609, 0.0202, 0.0014, 0.0114
Si, 4.0934, 1.3953, 9.5383, -0.0047, -0.0058, 0.0008
Si, 6.7855, 4.0824, 9.5567, -0.0078, -0.004, -0.0023
Si, 4.0621, 6.8257, 9.5706, -0.0023, 0.0055, -0.0086
Si, 6.7991, 9.5561, 9.6152, -0.0035, -0.0012, -0.0035
Si, 4.0488, 12.2982, 9.6018, -0.0028, -0.0048, 0.0146
Si, 6.8006, 15.0236, 9.5334, -0.0075, 0.0006, 0.007
Si, 9.5076, 1.3432, 9.5282, -0.0119, -0.0002, 0.0034
Si, 12.2575, 4.0516, 9.5288, -0.0151, -0.0136, 0.0021
Si, 9.5471, 6.7909, 9.5985, 0.0021, 0.0079, 0.0125
Si, 12.2669, 9.5118, 9.4997, 0.0142, 0.0108, -0.0044
Si, 9.5094, 12.2736, 9.5376, -0.0166, -0.0144, -0.014
Si, 12.2506, 14.9432, 9.5184, 0.0146, 0.02, 0.0058
Si, 14.9717, 1.3228, 9.4734, -0.0005, -0.0075, 0.0044
Si, 17.6637, 4.0264, 9.4755, 0.005, 0.0019, 0.0105
Si, 14.9717, 6.7664, 9.4606, 0.0244, 0.0021, -0.0059
Si, 17.6667, 9.4844, 9.4284, 0.0059, -0.014, -0.0116
Si, 14.952, 12.196, 9.4561, -0.005, -0.0138, 0.0092
Si, 17.6674, 14.9186, 9.4496, -0.0043, -0.0159, 0.002
Si, 20.3794, 1.3162, 9.4373, -0.0112, 0.0096, -0.0127
Si, 23.1128, 4.0705, 9.4754, 0.0132, 0.0167, -0.0016
Si, 20.3912, 6.7672, 9.4735, -0.0051, -0.0139, 0.0047
Si, 23.1043, 9.4913, 9.4927, -0.0064, -0.009, 0.0057
Si, 20.393, 12.2038, 9.457, 0.0113, 0.012, 0.0018
Si, 23.1032, 14.9178, 9.4616, -0.0149, -0.0073, -0.0019
Si, 25.8619, 1.3346, 9.501, -0.0103, -0.0043, 0.0039
Si, 28.5879, 4.0842, 9.5347, -0.0118, -0.0069, 0.0054
Si, 25.8432, 6.8137, 9.5243, 0.018, 0.0162, 0.0113
Si, 28.5692, 9.525, 9.5131, -0.031, -0.02, -0.0036
Si, 25.8357, 12.2273, 9.5097, 0.0016, -0.0048, 0.0024
Si, 28.578, 14.9753, 9.5392, 0.0143, 0.0266, 0.0097
Si, 29.938, 16.3377, 10.8964, -0.0003, -0.0038, -0.0004
Si, 32.6714, 2.7495, 10.9075, 0.0092, -0.0122, 0.0001
Si, 29.9399, 5.4514, 10.8951, -0.0012, -0.0007, -0.0027
Si, 32.6427, 8.1887, 10.9093, -0.0028, 0.0024, 0.0069
Si, 29.9287, 10.897, 10.872, -0.0042, -0.0052, -0.0108
Si, 32.6429, 13.6293, 10.904, -0.0049, 0.005, -0.0087
Si, 2.7367, 16.3543, 10.909, 0.0049, 0.0031, 0.0062
Si, 5.4341, 2.7372, 10.9244, -0.01, 0.01, 0.0071
Si, 2.7128, 5.4592, 10.9188, 0.0076, -0.0005, 0.0034
Si, 5.4307, 8.1739, 10.9331, 0.0059, 0.0023, 0.0048
Si, 2.7081, 10.9104, 10.9386, 0.0025, 0.0015, 0.0049
Si, 5.4486, 13.6519, 10.9111, -0.0015, -0.0043, 0.0019
Si, 8.1519, 16.3432, 10.9195, -0.0073, 0.0198, 0.0014
Si, 10.8757, 2.7056, 10.8801, 0.0111, -0.0016, 0.0042
Si, 8.1575, 5.43, 10.9184, 0.0153, -0.005, 0.0002
Si, 10.905, 8.1801, 10.9009, -0.017, -0.006, 0.0047
Si, 8.1656, 10.9247, 10.9303, -0.0089, 0.0011, 0.0082
Si, 10.8843, 13.6052, 10.8925, 0.0063, -0.0045, 0.0018
Si, 13.6011, 16.3154, 10.8593, -0.0088, 0.0101, 0.008
Si, 16.3131, 2.6828, 10.848, 0.0209, -0.01, 0.0011
Si, 13.609, 5.4359, 10.859, -0.0085, 0.0013, -0.0018
Si, 16.3254, 8.1321, 10.8211, -0.0031, -0.0065, 0.0022
Si, 13.6112, 10.8649, 10.8615, 0.0108, -0.0116, 0.0046
Si, 16.3046, 13.571, 10.8181, -0.0095, 0.0235, 0.0044
Si, 19.0273, 16.2858, 10.8142, 0.0032, -0.0041, 0.0018
Si, 21.7445, 2.69, 10.8092, -0.0053, -0.0052, -0.0133
Si, 19.0245, 5.408, 10.8243, -0.0154, 0.0009, -0.0023
Si, 21.748, 8.1291, 10.8433, 0.0113, -0.0022, 0.003
Si, 19.0183, 10.8507, 10.8083, 0.0058, 0.0142, -0.004
Si, 21.7509, 13.5653, 10.8294, 0.0033, -0.0085, 0.0048
Si, 24.4742, 16.2892, 10.828, 0.0078, -0.0085, -0.0078
Si, 27.2127, 2.7106, 10.8674, 0.0097, -0.0025, -0.0028
Si, 24.4751, 5.4293, 10.8499, -0.01, 0.0139, -0.0009
Si, 27.2154, 8.1648, 10.8799, -0.0081, -0.0084, 0.0002
Si, 24.4714, 10.8601, 10.8523, -0.0027, -0.0034, -0.0024
Si, 27.2033, 13.5959, 10.8661, -0.0063, 0.0051, -0.008
Si, 31.2906, 14.9806, 12.2645, -0.0012, 0.0064, 0.0071
Si, 1.3784, 1.3839, 12.2733, 0.0058, 0.0118, 0.0068
Si, 31.3029, 4.0994, 12.261, 0.0093, 0.0105, -0.0017
Si, 1.3585, 6.8226, 12.2723, -0.0012, 0.0005, 0.0015
Si, 31.2775, 9.5409, 12.2565, -0.0042, -0.006, 0.0024
Si, 1.3503, 12.2683, 12.2829, -0.0035, -0.007, 0.0037
Si, 4.0842, 14.9904, 12.2796, 0.0054, 0.0052, 0.0012
Si, 6.7916, 1.3747, 12.2813, 0.004, 0, 0.0091
Si, 4.0741, 4.0977, 12.2773, 0, -0.0054, 0.0021
Si, 6.7961, 6.8008, 12.2722, -0.0105, -0.0024, -0.0042
Si, 4.0731, 9.5391, 12.2854, -0.006, -0.003, -0.0002
Si, 6.792, 12.2751, 12.2777, 0.0084, -0.0032, -0.002
Si, 9.5155, 14.9641, 12.2549, -0.0048, -0.0073, -0.0046
Si, 12.2367, 1.3471, 12.232, -0.0008, -0.0042, -0.0054
Si, 9.5195, 4.0642, 12.2585, -0.0131, -0.0163, -0.0046
Si, 12.2505, 6.7931, 12.237, 0.0109, 0.0124, -0.0063
Si, 9.5257, 9.5342, 12.2565, 0.0123, 0.0176, -0.0009
Si, 12.2404, 12.2241, 12.2271, -0.0091, -0.0097, -0.0022
Si, 14.9562, 14.9369, 12.1985, -0.0054, -0.0043, -0.0025
Si, 17.68, 1.3278, 12.1935, -0.0076, 0.0045, 0.0042
Si, 14.9593, 4.0617, 12.2078, 0.0075, -0.0039, 0.0012
Si, 17.6755, 6.7768, 12.1909, 0.0158, -0.0015, 0.0025
Si, 14.969, 9.4936, 12.2015, 0.0007, 0.003, -0.001
Si, 17.6712, 12.2201, 12.181, -0.0035, -0.0067, -0.0067
Si, 20.3949, 14.9399, 12.1816, 0.0092, 0.0028, -0.0016
Si, 23.1181, 1.3454, 12.1798, 0.0049, 0.001, -0.0012
Si, 20.3946, 4.0547, 12.1804, -0.0037, 0.0069, -0.004
Si, 23.1193, 6.7889, 12.2081, 0.0012, -0.0016, 0.0052
Si, 20.3838, 9.5044, 12.1844, 0.0021, -0.0147, 0.0001
Si, 23.1159, 12.2254, 12.2038, -0.0006, 0.0083, 0.0017
Si, 25.8385, 14.9542, 12.2129, -0.006, -0.0039, 0.0058
Si, 28.5723, 1.3695, 12.2452, 0.0001, -0.003, 0.0036
Si, 25.8467, 4.0767, 12.2123, -0.0056, 0.0007, -0.0012
Si, 28.5723, 6.8044, 12.2446, -0.0098, 0.0007, 0.0039
Si, 25.8459, 9.5225, 12.2228, 0.0079, 0.0074, 0.0032
Si, 28.5691, 12.2477, 12.2338, -0.0065, 0.0071, 0.0035
Si, 32.6583, 16.3332, 13.6253, 0.0076, -0.0131, -0.0035
Si, 2.7283, 2.7359, 13.6446, 0.0038, 0.0037, 0.0025
Si, 32.6534, 5.4527, 13.6332, -0.0029, 0.0038, 0.0042
Si, 2.72, 8.1712, 13.6399, 0.0098, -0.0015, 0.0026
Si, 32.6398, 10.8889, 13.6289, -0.0043, 0.0079, -0.0011
Si, 2.7258, 13.6183, 13.636, 0.0077, -0.0056, -0.002
Si, 5.439, 16.3373, 13.6492, -0.003, 0.0027, 0.0034
Si, 8.1549, 2.7254, 13.6337, -0.0013, 0.0027, 0.0088
Si, 5.4362, 5.448, 13.638, -0.0037, -0.0028, 0.0026
Si, 8.157, 8.171, 13.6138, 0.0035, -0.0022, -0.0017
Si, 5.4381, 10.9001, 13.6348, 0.0051, 0.0062, 0.0021
Si, 8.1569, 13.6199, 13.6344, 0.0001, 0.0012, 0.0037
Si, 10.8724, 16.3234, 13.6065, 0.003, 0.0083, 0.0014
Si, 13.5907, 2.7184, 13.5789, -0.0187, 0.009, -0.0009
Si, 10.876, 5.4422, 13.5992, -0.0017, 0.0044, 0
Si, 13.6032, 8.1576, 13.5848, 0.0067, -0.0021, 0.0025
Si, 10.8781, 10.8888, 13.6109, -0.0003, -0.0048, 0.0057
Si, 13.5916, 13.5944, 13.5736, -0.0029, 0.0111, 0.0005
Si, 16.3108, 16.3035, 13.5564, 0.007, -0.0016, -0.0006
Si, 19.0343, 2.703, 13.5456, 0.0054, -0.0053, -0.005
Si, 16.3129, 5.4287, 13.5619, -0.0019, 0.003, 0.0007
Si, 19.03, 8.1453, 13.5485, -0.0046, 0.0014, -0.0027
Si, 16.3142, 10.8695, 13.5551, 0.0001, -0.0058, 0.001
Si, 19.0306, 13.5863, 13.5421, 0.0013, 0.0087, -0.0023
Si, 21.7583, 16.3067, 13.5419, -0.0093, -0.0057, -0.0017
Si, 24.482, 2.7057, 13.5525, -0.0007, 0.0016, -0.0007
Si, 21.7537, 5.4213, 13.5465, 0.0081, -0.0042, -0.0048
Si, 24.4861, 8.1514, 13.5671, -0.0012, -0.0064, -0.0028
Si, 21.75, 10.8649, 13.5501, 0.0023, 0.0044, -0.0061
Si, 24.4822, 13.5876, 13.5643, -0.0002, -0.01, -0.0026
Si, 27.2073, 16.3129, 13.5786, -0.0052, 0.0014, -0.005
Si, 29.9416, 2.7248, 13.6061, -0.0014, -0.0026, -0.0044
Si, 27.2112, 5.4324, 13.5855, 0.0041, 0.0016, 0.0001
Si, 29.9317, 8.1629, 13.6109, -0.0035, -0.0009, 0.0008
Si, 27.2111, 10.8799, 13.5861, -0.0079, -0.0063, 0.0007
Si, 29.9314, 13.6028, 13.6033, 0.0059, -0.0008, -0.0045
Si, 31.2992, 1.3708, 14.9806, 0.0014, 0.0036, -0.001
Si, 1.3702, 4.0929, 15.0017, 0.0068, -0.0044, -0.0003
Si, 31.2941, 6.8094, 14.9847, 0.0032, 0.0004, 0.002
Si, 1.3609, 9.5285, 14.9962, -0.0054, -0.0012, -0.0006
Si, 31.2862, 12.2488, 14.9806, -0.0071, -0.0035, 0.0022
Si, 1.3693, 14.9733, 14.9982, -0.0012, 0.0078, 0.0009
Si, 4.0818, 1.375, 15.0096, 0.0002, -0.0008, 0.0017
Si, 6.7923, 4.0834, 14.995, 0.0014, 0.0021, 0.0026
Si, 4.0763, 6.8049, 14.9992, 0.0023, 0.0044, 0.0017
Si, 6.7951, 9.5243, 14.9846, 0, 0.0004, 0
Si, 4.0777, 12.2507, 15.0017, -0.0048, -0.0049, 0.0014
Si, 6.7957, 14.9702, 15.0051, 0.0027, -0.0007, 0.0013
Si, 9.5101, 1.3555, 14.9804, -0.0023, -0.003, -0.0006
Si, 12.2293, 4.0734, 14.9505, 0.0081, -0.0051, 0.0014
Si, 9.5098, 6.8004, 14.966, -0.0066, 0.0046, -0.0012
Si, 12.2337, 9.5145, 14.9494, -0.0023, 0.0006, -0.0032
Si, 9.5124, 12.2437, 14.9778, 0.0013, 0, 0.0012
Si, 12.2295, 14.9491, 14.9455, -0.0047, -0.0093, -0.0038
Si, 14.9512, 1.3487, 14.9223, 0.0025, -0.0091, -0.0016
Si, 17.6752, 4.0659, 14.9091, 0.0085, -0.0008, -0.003
Si, 14.9524, 6.787, 14.9329, -0.0001, -0.0007, 0.0025
Si, 17.6702, 9.5079, 14.9096, 0.0114, -0.0015, -0.001
Si, 14.948, 12.2283, 14.921, 0.0011, -0.0069, -0.0025
Si, 17.6727, 14.9485, 14.9085, -0.0042, -0.0053, -0.001
Si, 20.3997, 1.3516, 14.9023, 0.0023, 0.0128, -0.0013
Si, 23.1249, 4.0744, 14.9056, -0.0087, 0.0074, -0.0011
Si, 20.3976, 6.7901, 14.9024, 0.0062, -0.003, -0.0032
Si, 23.1229, 9.5175, 14.9131, 0.0009, -0.0035, -0.0031
Si, 20.3948, 12.2345, 14.9046, 0.0033, -0.0063, -0.0029
Si, 23.1244, 14.9574, 14.9099, 0.0076, 0.0038, -0.0035
Si, 25.8524, 1.3613, 14.9251, 0.0019, -0.0039, 0.0007
Si, 28.5822, 4.0854, 14.9564, 0.0005, -0.0022, 0.0023
Si, 25.854, 6.802, 14.9324, -0.0063, 0.0045, 0.0013
Si, 28.5716, 9.5249, 14.9578, -0.0029, 0.0021, 0.0024
Si, 25.8506, 12.2424, 14.934, -0.0017, 0.015, 0.0031
Si, 28.5738, 14.9651, 14.9502, -0.0085, -0.0012, -0.0013
Si, 29.9404, 16.3143, 16.322, -0.0028, -0.0065, -0.0021
Si, 32.656, 2.7241, 16.3561, 0.0036, 0.0041, -0.0001
Si, 29.9437, 5.4348, 16.335, -0.0013, 0.0087, 0.0056
Si, 32.6579, 8.1544, 16.3583, -0.0006, 0.0022, 0.0022
Si, 29.9374, 10.8728, 16.3295, -0.0001, 0.0014, 0.0008
Si, 32.6523, 13.5978, 16.3478, 0.0029, -0.0059, -0.0025
Si, 2.7232, 16.3318, 16.3668, 0.009, 0.0004, -0.0043
Si, 5.4415, 2.7279, 16.3726, 0.0002, -0.0005, 0.0013
Si, 2.7283, 5.4438, 16.3721, -0.0026, 0.0013, 0.0018
Si, 5.4358, 8.1634, 16.3545, -0.0045, -0.0045, 0.0004
Si, 2.7229, 10.881, 16.3624, 0.0046, 0.0016, 0.0015
Si, 5.4348, 13.6072, 16.3671, 0.0031, -0.0027, 0.0013
Si, 8.1531, 16.3297, 16.3625, -0.002, 0.0011, 0.0055
Si, 10.8636, 2.7274, 16.3243, -0.0069, -0.003, 0.0003
Si, 8.1484, 5.4501, 16.3425, -0.0012, -0.0018, 0.0023
Si, 10.8681, 8.1635, 16.317, 0.0078, 0.0048, 0.0016
Si, 8.1527, 10.8828, 16.3426, 0.0062, 0.0042, 0.0018
Si, 10.8675, 13.6095, 16.3285, 0.0042, 0.0052, 0.0031
Si, 13.5854, 16.3177, 16.2892, -0.0094, 0.0004, -0.003
Si, 16.309, 2.7162, 16.2741, 0.0011, 0.011, -0.0001
Si, 13.5863, 5.4366, 16.3015, -0.0089, 0.0047, 0.0033
Si, 16.303, 8.1624, 16.278, 0.0002, 0.0016, 0.0023
Si, 13.5797, 10.8883, 16.297, -0.0004, -0.0038, 0.0015
Si, 16.3036, 13.5986, 16.2675, 0.0051, 0.0047, -0.0005
Si, 19.0286, 16.3217, 16.2591, 0.0113, -0.0017, -0.0061
Si, 21.7604, 2.7194, 16.2572, 0.0041, -0.0093, -0.0032
Si, 19.0317, 5.4372, 16.2584, -0.0012, -0.0009, -0.003
Si, 21.7607, 8.1539, 16.2593, 0.0029, 0.0006, -0.0011
Si, 19.0303, 10.8753, 16.2571, -0.0037, 0.0008, 0.001
Si, 21.7607, 13.598, 16.2611, -0.0015, -0.0004, -0.0035
Si, 24.4944, 16.3138, 16.2707, -0.008, -0.0056, 0.0002
Si, 27.2245, 2.7099, 16.2955, -0.0072, -0.0031, 0.0033
Si, 24.49, 5.434, 16.2691, 0.0003, -0.0041, 0
Si, 27.2166, 8.1552, 16.3059, 0.0019, -0.0039, 0.0033
Si, 24.4897, 10.8739, 16.2782, -0.0027, -0.0031, -0.0006
Si, 27.2218, 13.5943, 16.2975, -0.0001, -0.0046, 0.0012
Si, 31.2927, 14.9558, 17.7005, 0.0028, 0.0006, 0.0014
Si, 34.0072, 1.3669, 17.7334, -0.0023, -0.0078, 0.0034
Si, 31.3064, 4.0843, 17.7181, 0.0042, -0.0134, 0.0037
Si, 34.0084, 6.7931, 17.7407, 0.0085, 0.0021, 0.0044
Si, 31.2991, 9.518, 17.7038, 0.0017, -0.0011, 0.0011
Si, 34.0069, 12.2405, 17.7236, -0.0035, -0.0057, 0.0033
Si, 4.0789, 14.9732, 17.7309, -0.0145, 0.004, 0.0039
Si, 6.7979, 1.3678, 17.7363, 0.0027, -0.0064, 0.0059
Si, 4.0844, 4.0841, 17.7393, 0.0037, -0.0017, 0.0001
Si, 6.7887, 6.7999, 17.718, -0.0037, 0.0072, -0.0024
Si, 4.0692, 9.5042, 17.7269, 0.0041, 0.0098, -0.0033
Si, 6.7871, 12.2271, 17.7167, 0.0022, -0.0039, 0.0049
Si, 9.5104, 14.9586, 17.7095, 0.0088, -0.003, 0.0041
Si, 12.2229, 1.3505, 17.6575, 0.005, -0.0012, -0.0051
Si, 9.4999, 4.0823, 17.6966, -0.0038, 0.0092, 0.0034
Si, 12.2145, 6.7884, 17.6653, 0.0048, 0.0015, -0.0027
Si, 9.517, 9.5226, 17.6949, -0.0093, -0.0072, 0.0006
Si, 12.2251, 12.2453, 17.6766, -0.0079, -0.001, -0.0007
Si, 14.9437, 14.9545, 17.6376, 0.0047, -0.0069, -0.0047
Si, 17.6668, 1.3573, 17.6285, -0.001, -0.0069, 0.0055
Si, 14.9518, 4.0729, 17.6457, -0.0018, -0.0089, 0.0006
Si, 17.6685, 6.7977, 17.6161, 0.0072, -0.0013, 0.0033
Si, 14.9308, 9.5183, 17.6395, -0.0015, 0.0045, 0.0026
Si, 17.6614, 12.2336, 17.6095, 0.0092, -0.0075, 0.0002
Si, 20.3966, 14.9678, 17.6055, -0.003, 0.0004, 0.0027
Si, 23.1338, 1.3683, 17.6072, -0.0063, 0.0046, 0.0001
Si, 20.3966, 4.0831, 17.6109, 0.006, 0.0069, 0.0002
Si, 23.1332, 6.8059, 17.6159, -0.0029, -0.0056, -0.0064
Si, 20.3955, 9.519, 17.608, 0.0088, -0.0002, -0.0058
Si, 23.1284, 12.2432, 17.6212, 0.0047, 0.0052, -0.0004
Si, 25.8695, 14.9681, 17.6371, -0.0069, 0.002, -0.0003
Si, 28.5913, 1.3616, 17.6747, 0.0019, -0.0015, 0.0044
Si, 25.8626, 4.0838, 17.6287, 0.0025, 0.0057, -0.0037
Si, 28.5846, 6.8035, 17.6763, -0.0044, 0.0018, 0.0034
Si, 25.8589, 9.5273, 17.6505, -0.0072, 0.0045, 0.0025
Si, 28.5792, 12.2383, 17.6729, -0.0072, 0.0069, 0.0008
Si, 32.6454, 16.309, 19.0776, -0.0016, -0.0085, 0.0002
Si, 2.7222, 2.7283, 19.1049, 0.0072, -0.0003, 0.0008
Si, 32.6592, 5.4297, 19.1137, -0.0006, 0.0046, 0.0016
Si, 2.7303, 8.1377, 19.1165, -0.0095, -0.0061, 0.0015
Si, 32.664, 10.8576, 19.082, 0.0046, 0.0158, -0.0003
Si, 2.7162, 13.6115, 19.0883, 0.0226, 0.0094, -0.0035
Si, 5.4324, 16.3323, 19.1021, 0.0023, 0.002, -0.0008
Si, 8.1521, 2.7394, 19.0921, 0.0052, 0.0018, 0.0031
Si, 5.443, 5.4401, 19.1064, 0.0003, 0.0085, 0.006
Si, 8.1571, 8.1628, 19.0599, 0.0154, 0.0192, 0.0013
Si, 5.4276, 10.8586, 19.0837, -0.0183, -0.0223, -0.0068
Si, 8.1461, 13.5914, 19.0684, -0.0126, -0.0185, -0.0004
Si, 10.8707, 16.3353, 19.0531, 0.0034, -0.0057, 0.0019
Si, 13.5845, 2.7097, 18.9994, -0.0062, -0.0067, -0.0007
Si, 10.8562, 5.4424, 19.0491, -0.0043, -0.0052, 0.0008
Si, 13.5679, 8.1591, 19.0044, -0.0196, -0.0089, -0.0039
Si, 10.8676, 10.8947, 19.0539, 0.0206, 0.0097, -0.0021
Si, 13.584, 13.6163, 19.0216, -0.0005, 0.0049, -0.006
Si, 16.2942, 16.3217, 18.988, 0.0011, -0.0054, -0.0028
Si, 19.0277, 2.7337, 18.9694, 0.0067, 0.0008, 0.0029
Si, 16.3106, 5.4505, 18.988, -0.0056, 0.0099, 0.0028
Si, 19.0205, 8.1719, 18.9592, 0.0018, -0.0039, -0.0019
Si, 16.2837, 10.8983, 18.9747, -0.0016, -0.0071, -0.002
Si, 19.0221, 13.6073, 18.9434, 0.0018, 0.0125, -0.0035
Si, 21.7635, 16.3374, 18.9493, 0.0076, -0.0042, -0.0087
Si, 24.5032, 2.7195, 18.9669, -0.0075, -0.0044, -0.0047
Si, 21.7619, 5.4514, 18.9558, 0.0022, 0.0031, -0.0035
Si, 24.4946, 8.1597, 18.9859, 0.0009, -0.0062, 0.002
Si, 21.7543, 10.8828, 18.9619, -0.0043, -0.0063, -0.0015
Si, 24.5129, 13.595, 18.9705, -0.0043, -0.0031, -0.0029
Si, 27.2349, 16.3115, 19.0182, -0.005, -0.0069, 0.0082
Si, 29.9552, 2.7048, 19.0608, -0.0039, 0.0122, 0.0069
Si, 27.2239, 5.4268, 19.0073, -0.0112, -0.0091, 0.0063
Si, 29.9486, 8.1479, 19.0565, 0.0031, 0.0031, 0.002
Si, 27.2304, 10.872, 19.027, 0.0106, 0.0082, 0.0013
Si, 29.943, 13.5775, 19.0514, -0.0017, -0.011, -0.005
O, 0.6051, 6.7988, 1.7045, -0.3263, 0.1503, -0.0206
O, 32.143, 10.4667, 1.6226, 0.4499, 0.2091, -0.198
O, 33.3039, 11.6861, 36.3376, -0.2808, -0.1029, 0.0813
O, 1.3138, 12.2262, 2.3995, 0.1494, 0.1136, -0.1679
O, 2.8349, 13.9119, 1.2659, -0.4691, -0.0865, -0.2996
O, 4.9533, 15.2899, 1.8066, -0.1087, -0.4438, 0.1487
O, 6.9579, 2.6557, 0.0501, 0.0683, -0.0181, -0.4867
O, 14.7104, 3.2288, 38.4318, 0.4767, 0.1028, 0.0277
O, 10.908, 5.6458, 1.4331, 0.1471, -0.1789, 0.1609
O, 11.1719, 7.9168, 0.0725, -0.7017, 0.2314, 0.1772
O, 13.3515, 8.5174, 1.3909, 0.0124, -0.2389, -0.279
O, 18.2985, 16.3938, 37.5003, -0.5065, -0.1085, -0.1292
O, 13.9164, 13.5138, 1.0874, -0.2439, -0.045, -0.1562
O, 16.0119, 2.7631, 36.2416, -0.1474, -0.4743, -0.016
O, 20.5302, 3.196, 38.5926, 0.3284, -0.5916, -0.3532
O, 18.2915, 1.963, 1.4562, -0.1368, 0.1094, 0.2273
O, 17.0653, 6.5084, 38.3985, -0.15, -0.539, -0.0003
O, 15.0053, 4.3618, 1.8183, -0.0228, 0.2658, 0.0257
O, 16.9489, 5.9737, 1.2992, -0.3217, -0.0683, -0.3835
O, 17.7865, 11.2881, 1.0599, 0.2071, -0.3509, 0.0522
O, 17.1791, 14.0064, 26.7638, 0.3986, -0.2613, 0.0853
O, 32.7033, 8.1742, 28.668, -0.0161, -0.5422, 0.2915
O, 30.542, 9.6571, 28.3645, -0.1284, -0.3345, 0.0956
O, 5.1294, 2.6095, 28.5729, -0.7128, 0.1622, -0.045
O, 34.8189, 3.1164, 32.261, 0.158, 0.17, 0.3194
O, 3.3037, 5.3872, 32.4428, -0.1198, -0.0903, 0.1808
O, 7.3582, 6.4344, 29.5133, 0.2792, 0.2734, 0.3288
O, 11.5438, 12.9552, 28.4778, -0.196, 0.5557, 0.3583
O, 12.8014, 18.2721, 29.2274, 0.5496, 0.2285, 0.0944
O, 14.8541, 14.9944, 27.623, -0.0099, 0.0617, 0.2829
O, 16.1305, 13.0927, 28.8902, 0.1437, 0.0389, 0.1733
O, 22.1624, 7.6405, 28.0444, 0.344, 0.3188, 0.4032
O, 20.507, 9.5901, 27.448, -0.1644, -0.008, 0.3761
O, 18.7499, 9.1923, 29.8676, 0.1727, -0.1814, -0.3952
O, 19.0585, 11.4139, 28.6104, -0.1528, 0.4513, 0.0867
O, 24.8443, 9.9729, 27.9033, -0.2155, -0.3205, -0.1032
O, 30.4375, 14.5958, 29.9653, 0.1463, 0.351, 0.0788
O, 10.9628, 11.3928, 37.02, -0.5183, 0.2843, -0.0239
O, 34.3249, 17.5978, 30.0279, -0.083, 0.5301, 0.2854
O, 4.5826, 3.4807, 31.1097, 0.3429, -0.0158, 0.113
O, 30.5527, 4.0128, 32.8158, 0.141, 0.4209, -0.088
O, 32.7687, 10.8217, 28.9318, 0.0595, -0.0316, -0.1798
O, 9.9713, 12.4995, 0.5257, 0.315, 0.3645, -0.269
O, 2.888, 7.205, 30.0909, -0.6153, 0.3047, 0.1445
O, 5.6551, 6.1244, 33.2082, 0.2912, -0.009, -0.0914
O, 10.8106, 16.5505, 28.6963, -0.0637, 0.4344, -0.0706
O, 9.1795, 14.7218, 29.8296, 0.2791, 0.1207, 0.3356
O, 30.946, 3.6359, 30.2418, 0.1453, 0.4028, 0.102
O, 3.7697, 13.7907, 29.6507, 0.3748, -0.4149, -0.034
O, 13.2075, 10.3711, 31.9541, -0.2111, -0.0761, -0.1031
O, 21.4324, 12.0388, 36.3633, -0.1477, -0.2106, -0.2722
O, 6.9426, 3.8876, 29.8876, 0.0624, 0.048, -0.173
O, 17.9839, 4.2494, 35.4397, -0.0225, 0.2599, 0.2711
O, 10.7578, 3.4892, 35.7677, -0.1895, 0.4866, 0.0568
O, 14.6579, 12.09, 30.7475, -0.032, 0.5286, 0.1616
O, 14.9476, 16.8697, 31.3037, -0.1303, 0.2074, 0.1502
O, 11.7295, 5.9266, 32.1581, -0.1949, 0.5713, -0.0564
O, 14.5347, 9.6596, 29.8139, 0.1106, -0.0604, 0.3414
O, 21.1576, 3.1515, 30.8659, -0.1683, -0.0952, 0.5484
O, 21.8128, 16.4401, 28.7161, 0.1288, -0.0074, 0.4707
O, 22.8716, 18.1604, 32.302, 0.0764, 0.3379, 0.4703
O, 21.8742, 5.8344, 32.3308, 0.2043, -0.3467, -0.0643
O, 17.2249, 4.5028, 32.8191, -0.5665, 0.0666, 0.0667
O, 24.7283, 12.0131, 31.2561, 0.2562, -0.1417, -0.4681
O, 22.8902, 11.6782, 29.3317, 0.0196, -0.441, 0.1416
O, 24.4364, 13.6458, 28.6207, -0.032, 0.0652, 0.4625
O, 26.2093, 15.5227, 29.4733, 0.655, 0.1023, -0.1665
O, 28.7424, 10.5842, 35.179, 0.0543, 0.0757, 0.0038
O, 21.128, 3.185, 0.3614, -0.1318, -0.5844, 0.0565
O, 31.7029, 9.4026, 30.7864, 0.4504, 0.2852, 0.4372
O, 27.0334, 10.7396, 29.1614, -0.1008, 0.0185, 0.4293
O, 22.1455, 7.5521, 36.2569, 0.1024, 0.1744, 0.4487
O, 32.8093, 7.0872, 37.6462, 0.1529, -0.1373, 0.1622
O, 23.729, 4.0393, 31.1996, -0.1374, 0.1069, 0.1592
O, 9.4027, 12.1017, 30.5274, 0.6069, 0.0543, -0.083
O, 3.7827, 7.9517, 32.502, -0.2569, 0.3389, 0.4707
O, 23.5661, 15.8061, 33.5457, 0.1377, 0.2222, 0.1744
O, 11.7494, 10.4582, 0.2316, 0.4921, 0.5436, 0.0728
O, 21.635, 10.1017, 38.259, 0.2569, -0.2434, -0.6178
O, 6.4853, 8.4978, 36.8164, -0.3993, -0.0547, -0.377
O, 16.9907, 16.8895, 29.5849, -0.0181, -0.3647, 0.0144
O, 26.9729, 11.7274, 38.3535, -0.1149, 0.206, -0.3773
O, 25.4426, 19.0337, 37.7329, 0.151, -0.4458, -0.5624
O, 20.4026, 14.6224, 29.7727, -0.2323, -0.4303, 0.2325
O, 21.6458, 5.3774, 37.6501, -0.4853, 0.3344, 0.0598
O, 24.6595, 5.1813, 0.8051, 0.0358, -0.0618, -0.4654
O, 3.1664, 5.6849, 37.3345, -0.2331, -0.2215, 0.0836
O, 5.231, 14.3916, 38.4944, 0.2434, 0.5595, 0.4666
O, 9.1913, 1.3235, 0.3606, -0.4094, -0.2245, -0.3329
O, 29.7989, 17.9791, 31.6261, 0.2753, -0.5611, 0.0944
O, 24.022, 5.7103, 36.5884, 0.4372, -0.4513, -0.305
O, 3.6317, 6.522, 34.7992, -0.0077, 0.5164, 0.0997
O, 21.7688, 15.9342, 31.6655, -0.3186, 0.3935, 0.1712
O, 5.9611, 15.52, 31.9146, 0.3737, -0.3685, -0.0392
O, 12.4319, 13.0452, 38.4658, -0.1954, -0.1563, 0.2456
O, 10.2007, 4.0432, 32.9098, -0.2445, -0.1999, 0.1748
O, 3.2077, 3.9577, 35.4067, 0.1022, -0.0195, -0.5454
O, 33.9426, 17.3945, 36.8389, -0.244, -0.2446, -0.0413
O, 8.161, 6.1262, 33.6453, -0.0823, 0.078, -0.2713
O, 29.2721, 9.8019, 31.816, 0.1567, 0.7076, -0.0322
O, 12.7613, 7.0212, 30.0504, 0.046, 0.3725, 0.2442
O, 24.7684, 8.4731, 32.8452, 0.4419, -0.3888, 0.1365
O, 3.7152, 9.644, 30.2187, -0.2339, 0.2841, 0.2539
O, 23.1452, 3.4893, 38.7211, 0.2635, 0.1926, 0.2381
O, 22.6438, 15.5111, 35.9544, -0.1404, -0.2392, 0.1558
O, 27.4792, 8.6679, 36.3103, 0.2851, -0.3314, 0.4351
O, 3.2923, 13.6917, 36.9388, -0.8788, -0.0292, 0.1366
O, 24.4158, 16.5603, 31.132, -0.0925, 0.2942, -0.2427
O, 7.1318, 14.9227, 34.1721, 0.0078, 0.1644, 0.7044
O, 20.7033, 17.2342, 36.5751, 0.115, 0.466, 0.2107
O, 4.0581, 4.4416, 0.1348, 0.2751, -0.193, -0.2924
O, 22.0958, 15.9759, 38.4115, 0.5359, -0.0963, 0.0154
O, 14.7556, 5.0793, 36.3923, -0.0584, -0.0523, 0.2644
O, 15.5022, 2.0486, 0.6734, 0.295, 0.2071, 0.1472
O, 7.2423, 9.6831, 34.6963, -0.3474, 0.0485, -0.0657
O, 33.5641, 18.7307, 34.4526, 0.1384, 0.3335, 0.0546
O, 14.3562, 10.3332, 34.3444, 0.6001, -0.1038, 0.2419
O, 12.9542, 15.737, 29.9527, 0.1022, -0.8118, -0.0329
O, 26.6831, 12.652, 32.9688, 0.4537, -0.4117, 0.3351
O, 19.2792, 15.6229, 35.1603, 0.3426, 0.0775, -0.4909
O, 22.353, 13.517, 34.3797, 0.25, -0.2878, -0.5496
O, 30.5889, 12.9555, 32.034, 0.4805, -0.2453, -0.1511
O, 15.9743, 7.3179, 36.103, 0.4939, 0.2987, -0.5153
O, 16.7099, 13.5766, 31.4426, 0.2331, -0.0038, -0.1706
O, 20.2672, 9.3219, 35.6081, 0.1818, 0.4857, 0.1748
O, 9.7395, 8.2683, 33.3928, 0.1215, -0.2957, -0.2873
O, 27.1548, 17.0807, 31.2976, 0.0849, 0.1556, 0.3528
O, 15.9731, 12.0326, 35.3299, 0.0826, 0.127, -0.5077
O, 13.8788, 12.9461, 34.0595, -0.2975, -0.0581, -0.2331
O, 30.1613, 4.0587, 35.4572, -0.4925, -0.207, 0.3125
O, 26.3652, 5.1948, 37.6322, 0.5207, 0.174, -0.2542
O, 10.9394, 15.7246, 34.4565, -0.3984, 0.09, -0.3187
O, 24.7045, 10.947, 33.6348, -0.333, 0.4034, 0.4169
O, 30.9796, 14.8104, 33.953, -0.2803, 0.5676, -0.5818
O, 25.1702, 8.9443, 30.1766, -0.2364, 0.1179, 0.2531
O, 13.9173, 14.565, 32.0595, -0.0775, -0.5442, -0.5138
O, 11.8752, 9.745, 34.1297, 0.0122, 0.0291, 0.395
O, 29.7257, 10.9175, 0.7243, 0.1241, 0.0978, -0.567
O, 18.3517, 10.9916, 35.9943, 0.1444, 0.0691, 0.0016
O, 19.7864, 4.8752, 33.5872, 0.2135, -0.648, -0.3985
O, 5.5497, 11.0744, 29.0389, 0.2132, -0.0835, 0.1686
O, 16.0672, 7.622, 32.9017, 0.1596, 0.0825, -0.559
O, 28.6243, 15.8432, 38.4137, 0.2014, 0.2071, 0.2623
O, 26.5194, 3.1239, 0.3022, 0.0112, 0.001, -0.3042
O, 9.7373, 17.7775, 36.822, 0.1137, 0.0703, 0.1587
O, 33.9152, 5.8664, 35.526, -0.0337, -0.1598, -0.292
O, 27.883, 3.2243, 31.1086, -0.2757, 0.256, -0.4549
O, 18.3347, 13.9117, 33.483, 0.1342, -0.1713, -0.1978
O, 20.5779, 13.5117, 32.0649, -0.4079, 0.1972, 0.289
O, 3.806, 16.7349, 31.2428, 0.1876, 0.4157, 0.3324
O, 30.0006, 7.4471, 30.8317, 0.4603, -0.1175, -0.5326
O, 18.036, 3.0179, 37.8979, -0.0607, -0.024, 0.0993
O, 31.9918, 16.8823, 35.2669, -0.1083, 0.088, -0.2257
O, 17.1568, 11.2287, 30.4128, -0.1453, -0.2474, -0.0242
O, 27.9712, 12.8125, 0.1008, -0.0614, 0.3635, -0.1646
O, 4.7249, 7.3796, 38.4979, -0.2259, 0.0766, -0.0449
O, 4.6916, 15.7789, 36.2711, 0.5818, -0.0479, -0.1709
O, 7.001, 3.7951, 33.5063, -0.418, -0.0133, -0.312
O, 27.9954, 3.0555, 37.5663, 0.011, -0.1422, -0.7317
O, 16.5403, 13.5612, 0.8, -0.2741, 0.6929, 0.0499
O, 25.4656, 7.6881, 37.5867, -0.1979, 0.2137, 0.2479
O, 22.194, 11.4198, 31.8167, 0.092, -0.4454, 0.3411
O, 7.9405, 10.4766, 32.1325, -0.6078, -0.2865, -0.312
O, 28.4977, 14.3873, 31.8814, 0.1703, 0.5149, -0.0939
O, 8.6885, 7.6115, 35.6908, 0.0299, -0.318, 0.4503
O, 3.5375, 18.5398, 37.4033, 0.3739, 0.373, 0.2699
O, 16.0627, 4.2964, 30.257, -0.3396, -0.0986, 0.3439
O, 32.3107, 18.6318, 32.0971, -0.0732, -0.4264, -0.0389
O, 6.4202, 1.1687, 2.1231, 0.761, 0.1436, 0.1936
O, 3.1594, 15.1103, 34.1493, -0.4224, 0.2215, 0.0229
O, 9.1522, 9.5691, 29.848, -0.5105, -0.3812, 0.1301
O, 29.7583, 6.2218, 34.0798, -0.2894, 0.1709, 0.0861
O, 1.5642, 8.9963, 0.4518, -0.4767, 0.1727, -0.0285
O, 22.8799, 12.3876, 38.5523, 0.2475, 0.2826, -0.1328
O, 32.6471, 14.2782, 35.8661, 0.3299, 0.1563, 0.4237
O, 6.7795, 17.4949, 33.41, 0.064, 0.2927, 0.0112
O, 11.5817, 13.7163, 36.0422, 0.0795, 0.1176, -0.0584
O, 35.7065, 16.0595, 38.3001, -0.2724, -0.1572, 0.612
O, 26.6793, 10.3976, 31.9241, 0.1733, 0.044, -0.2303
O, 18.3905, 18.0635, 35.5825, 0.0014, 0.1167, -0.7784
O, 8.9493, 18.3995, 34.3796, 0.4219, -0.245, -0.2688
O, 34.2291, 12.5326, 30.1511, -0.386, -0.3984, 0.3013
O, 32.2716, 3.0213, 36.5715, 0.1395, 0.0692, 0.5318
O, 22.8578, 8.0875, 31.2137, -0.3033, 0.5102, 0.1417
O, 19.4632, 5.258, 0.7024, 0.1407, -0.232, -0.5665
O, 5.5965, 12.3803, 36.8825, 0.5268, -0.092, -0.5586
O, 17.9577, 6.7465, 29.8107, -0.0073, -0.1983, 0.3136
O, 25.9705, 4.477, 32.2374, -0.3604, -0.03, 0.4981
O, 10.5474, 10.2196, 31.9095, 0.5166, 0.0829, -0.2622
O, 26.6251, 14.9309, 36.8959, -0.3738, 0.392, -0.0504
O, 9.4912, 10.7714, 34.2133, 0.177, 0.3525, 0.271
O, 8.3031, 13.8351, 32.1061, -0.0802, 0.3959, 0.0453
O, 13.3343, 2.9411, 36.3002, -0.2773, -0.4252, 0.2863
O, 31.7613, 12.3195, 34.327, 0.1021, -0.6893, 0.1136
O, 28.1466, 4.1163, 33.7068, -0.2695, -0.4082, 0.4655
O, 27.7037, 8.7156, 33.6674, -0.2088, -0.5929, -0.0135
O, 3.6194, 17.6766, 34.8499, -0.3041, 0.2441, -0.1722
O, 20.7885, 7.3741, 34.0388, -0.4246, 0.1031, -0.471
O, 8.1535, 3.508, 36.3425, 0.4228, 0.4303, 0.1318
O, 9.3984, 13.663, 34.5279, 0.3822, -0.2085, -0.0482
O, 27.1988, 14.8358, 34.2838, 0.2866, 0.6684, 0.0134
O, 2.8028, 6.7112, 0.2767, 0.4336, 0.3431, -0.2851
O, 27.4867, 8.0702, 31.1084, -0.3449, 0.103, -0.3431
O, 22.8111, 13.7862, 30.8178, 0.2838, 0.2762, -0.0799
O, 16.6952, 11.8702, 37.779, 0.166, 0.0156, 0.1914
O, 18.1313, 8.5066, 36.9328, 0.6122, -0.0705, 0.432
O, 10.7768, 2.7306, 30.6476, -0.2431, -0.5614, 0.1258
O, 34.1346, 9.3849, 37.4994, 0.2959, -0.014, -0.5441
O, 20.1349, 12.1468, 38.6555, -0.3892, -0.5233, 0.0458
O, 14.2687, 5.8506, 31.9714, 0.1663, -0.4126, -0.2518
O, 15.2705, 11.3816, 0.1002, -0.6345, -0.0949, -0.4451
O, 11.3574, 8.7725, 37.048, 0.0437, -0.18, -0.644
O, 17.9935, 13.5271, 36.0911, -0.019, 0.504, 0.2122
O, 4.1843, 12.7192, 34.6358, 0.6407, -0.2022, -0.3598
O, 35.1445, 4.5941, 30.0694, -0.3393, -0.3174, -0.4528
O, 9.4868, 15.0551, 0.6624, -0.191, -0.0306, 0.1036
O, 13.3748, 7.3562, 36.1226, -0.1807, -0.0458, -0.4414
O, 26.9727, 12.6239, 35.657, -0.3942, -0.3807, -0.0209
O, 24.7929, 14.131, 35.1784, -0.0009, -0.1645, 0.0796
O, 24.9493, 6.4842, 31.0573, 0.3301, 0.0378, 0.0587
O, 19.6177, 11.1931, 31.3032, -0.1419, -0.1493, 0.2942
O, 7.0427, 7.0709, 0.2408, 0.3747, -0.2383, 0.1543
O, 7.1327, 13.0527, 29.7865, -0.5767, 0.4483, 0.1268
O, 13.5606, 8.0665, 33.1237, -0.2496, -0.2009, 0.1891
O, 7.2926, 12.2593, 33.9651, -0.5818, 0.1312, 0.1633
O, 34.1948, 16.9537, 32.5919, -0.1497, -0.5192, 0.5043
O, 8.4941, 2.475, 31.8389, -0.0343, -0.4559, -0.261
O, 8.8441, 9.8391, 36.9076, -0.2061, 0.4992, 0.1835
O, 23.2423, 18.4373, 29.6078, 0.4184, -0.0274, 0.0711
O, 8.1622, 16.6387, 38.518, -0.0283, -0.5174, -0.2449
O, 9.209, 4.7962, 30.5693, 0.0751, 0.5363, -0.0095
O, 20.439, 7.2549, 30.5587, -0.1509, 0.1445, -0.2652
O, 6.432, 5.2535, 35.5927, -0.0282, 0.5044, 0.0338
O, 28.8042, 12.5279, 30.0263, 0.0471, -0.3618, 0.3599
O, 3.2124, 13.2674, 32.1971, 0.5469, -0.4744, -0.0132
O, 23.2573, 17.826, 37.0097, 0.1705, 0.2393, -0.4664
O, 5.3415, 15.8135, 29.2886, 0.3536, 0.2984, -0.3932
O, 4.0499, 9.8803, 0.1758, 0.0195, 0.0289, -0.3997
O, 12.1716, 17.9798, 34.4842, -0.0113, 0.0259, -0.1321
O, 25.9683, 14.8479, 32.0026, -0.5328, -0.1535, 0.2645
O, 29.1731, 12.4265, 37.0043, 0.5321, 0.0144, 0.1548
O, 12.5223, 4.3081, 34.1386, 0.5388, 0.1486, -0.1644
O, 22.6656, 9.2907, 34.344, -0.2956, 0.2766, -0.0828
O, 30.1746, 17.7642, 37.6903, 0.1516, 0.2336, -0.1507
O, 5.561, 2.7843, 35.8138, 0.0861, -0.2514, -0.1905
O, 9.4679, 15.1912, 36.6513, -0.5088, -0.232, 0.1976
O, 3.2292, 11.1156, 36.5668, 0.3864, -0.4839, 0.012
O, 21.9932, 5.2579, 34.9792, 0.2251, -0.5521, -0.1888
O, 18.6817, 4.1138, 30.7412, 0.0903, 0.6893, -0.0519
O, 4.7647, 5.6964, 29.0917, 0.3646, -0.2927, -0.1754
O, 12.6819, 4.4315, 30.1344, 0.5508, -0.0586, -0.2536
O, 31.6881, 7.4473, 35.3976, 0.1932, 0.6353, -0.1444
O, 28.7534, 6.4343, 0.1453, -0.3899, 0.1665, -0.1853
O, 29.2267, 12.939, 34.3413, -0.1979, 0.0768, -0.1292
O, 17.8705, 9.0889, 34.3433, -0.4585, 0.2758, -0.0365
O, 28.2803, 5.6728, 31.6627, 0.0543, -0.1068, 0.3806
O, 5.4439, 7.7583, 30.5508, 0.4226, 0.4552, 0.5079
O, 22.579, 5.9, 29.8802, 0.3621, -0.4193, 0.1913
O, 34.2592, 12.9774, 34.2334, -0.04, -0.1717, -0.1888
O, 12.4405, 16.6629, 32.337, -0.2581, 0.4298, -0.1962
O, 10.6095, 6.1064, 34.5405, 0.414, 0.1351, 0.3797
O, 25.0252, 9.1051, 35.4369, -0.1854, -0.1589, 0.0664
O, 17.3559, 16.009, 32.0625, 0.4514, 0.1881, 0.1116
O, 13.5421, 15.6056, 34.4469, 0.0844, 0.2219, 0.4931
O, 15.8922, 14.6435, 33.7652, 0.082, 0.215, 0.2783
O, 10.8486, 16.2701, 38.5751, -0.0455, -0.0895, -0.0454
O, 19.2013, 18.3543, 29.3442, 0.0839, -0.3137, 0.1122
O, 34.3777, 11.6931, 38.7073, 0.3525, -0.0513, -0.0497
O, 20.585, 11.6128, 33.8365, -0.0357, -0.751, 0.177
O, 16.9515, 18.5596, 31.6116, -0.1969, 0.0048, 0.2139
O, 30.3237, 15.3697, 36.4891, -0.5707, -0.4141, 0.1089
O, 13.4843, 11.8692, 36.3592, 0.246, -0.3258, 0.063
O, 12.4489, 6.755, 38.4691, 0.273, -0.1335, 0.2648
O, 17.9456, 6.5188, 34.3266, -0.0657, 0.2027, 0.7873
O, 15.8612, 8.7939, 38.2668, 0.1638, 0.1285, -0.1024
O, 32.3958, 16.2227, 29.0721, -0.162, 0.1378, 0.458
O, 18.5101, 7.8885, 32.1322, 0.4853, 0.2121, -0.003
O, 4.6118, 1.4446, 0.2382, 0.2745, 0.1954, 0.1077
O, 34.4457, 15.0456, 30.8439, -0.5381, -0.1502, -0.3027
O, 30.9952, 8.3609, 33.1266, 0.4028, 0.2813, 0.1753
O, 6.1568, 17.8283, 30.6772, 0.3914, -0.0975, 0.0668

Results
total energy: -215652.751 eV
total energy less fixed offsets of O -438.35, Si -107.03 eV per atom: -2.481 eV
